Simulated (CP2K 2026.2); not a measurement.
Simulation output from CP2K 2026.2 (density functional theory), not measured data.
Periodic cell of 2364 atoms, Si1700O664, from a study of silicon, its oxide and their interface. The atomic structure is a simulated model.
Doubt: the forces sum to 1.85 eV/angstrom along one axis rather than to zero, so they err by at least 0.0008 eV/angstrom per atom on average; the grid cutoff is modest.

Settings: functional PBE; method Gaussian and plane waves; basis set DZVP-MOLOPT-SR-GTH; pseudopotentials GTH-PBE; grid cutoff 350 Ry, relative cutoff 50 Ry; k points Gamma only; occupations fixed; spin none; net charge 0.

Cell vectors (angstrom)
a 16.4025 0 0
b 0 65.61 0
c 0 0 40.2238

Atoms: element, x, y, z (angstrom)
Si 0.006 65.473 0.169
Si 2.483 2.991 39.977
Si 0.287 5.238 0.046
Si 2.961 8.382 39.797
Si 15.949 11.338 40.013
Si 2.504 14.108 39.736
Si 15.786 16.747 40.152
Si 2.281 19.455 40.081
Si 0.175 21.812 40.206
Si 2.73 24.426 0.152
Si 15.978 27.832 0.091
Si 2.695 30.063 0.036
Si 15.998 33.053 0.126
Si 2.744 35.484 0.41
Si 0.621 37.749 40.007
Si 2.993 40.566 0.097
Si 16.092 44.048 0.041
Si 3.074 46.038 40.113
Si 16.234 49.321 40.127
Si 2.62 52.405 0.011
Si 15.729 54.901 40.079
Si 2.308 57.536 0.178
Si 0.127 59.747 0.144
Si 2.333 63.245 40.163
Si 5.894 65.326 39.972
Si 8.42 2.891 40.111
Si 5.962 4.939 40.152
Si 8.162 8.532 40.053
Si 5.929 10.735 40.162
Si 7.916 14.003 0.331
Si 5.742 16.272 0.259
Si 8.432 19.019 0.262
Si 5.042 22.314 40.22
Si 8.287 24.408 0.243
Si 5.096 27.901 40.111
Si 8.473 29.916 39.995
Si 4.925 33.314 0.248
Si 7.47 36.198 40.001
Si 5.245 38.352 0.377
Si 7.895 41.166 0.375
Si 5.742 43.507 0.371
Si 8.936 45.901 0.139
Si 5.644 49.083 40.141
Si 7.803 52.174 0.066
Si 5.614 54.418 0.171
Si 8.711 56.979 0.047
Si 5.532 60.041 39.794
Si 8.09 62.98 40.094
Si 11.342 65.334 40.063
Si 13.682 3.155 0.048
Si 11.321 5.283 40.06
Si 13.422 8.479 0.046
Si 11.274 10.766 0.023
Si 13.731 13.563 0.051
Si 10.635 16.81 0.13
Si 13.765 19.141 0.028
Si 10.552 22.316 0.079
Si 13.007 25.374 0.267
Si 10.725 27.581 0.247
Si 13.7 29.97 0.392
Si 11.4 32.113 40.089
Si 13.729 35.195 0.151
Si 10.633 39.061 39.906
Si 13.087 41.498 0.022
Si 11.043 43.688 0.569
Si 13.901 46.215 0.455
Si 11.858 48.45 0.057
Si 13.897 51.378 0.14
Si 10.977 54.75 0.182
Si 13.784 57.214 0.63
Si 11.786 59.504 40.214
Si 13.573 63.19 0.187
Si 1.368 1.472 1.253
Si 4.201 3.989 1.19
Si 1.609 6.906 1.067
Si 4.162 9.68 1.145
Si 1.241 12.559 0.992
Si 3.894 15.127 1.2
Si 1.136 17.867 1.22
Si 3.925 20.59 1.241
Si 1.267 23.248 1.519
Si 4.022 26.131 1.262
Si 1.192 28.879 1.442
Si 3.826 31.648 1.458
Si 1.233 34.123 1.525
Si 4.009 36.921 1.721
Si 1.407 39.416 1.37
Si 4.005 42.298 1.443
Si 1.446 45.026 1.332
Si 4.272 47.66 1.257
Si 1.372 50.645 1.237
Si 4.217 53.159 1.568
Si 1.172 55.87 1.394
Si 4.177 58.704 1.16
Si 1.368 61.48 1.275
Si 4.156 64.284 1.086
Si 7.022 1.318 1.114
Si 9.785 4.138 1.306
Si 6.925 6.849 1.081
Si 9.602 9.651 1.33
Si 6.888 12.229 1.461
Si 9.645 15.135 1.463
Si 6.789 17.953 1.526
Si 9.54 20.671 1.482
Si 6.69 23.253 1.486
Si 9.397 26.103 1.479
Si 6.817 28.866 1.214
Si 9.58 31.397 1.25
Si 6.706 34.417 1.314
Si 9.353 37.211 1.033
Si 6.749 39.563 1.656
Si 9.599 42.234 1.671
Si 7.03 45.132 1.473
Si 9.914 47.669 1.363
Si 6.852 50.49 1.412
Si 9.67 53.097 1.295
Si 6.916 56.023 1.327
Si 9.808 58.711 1.234
Si 6.778 61.47 1.114
Si 9.734 64.136 1.168
Si 12.436 1.399 1.224
Si 15.137 4.223 1.509
Si 12.304 6.877 1.342
Si 15.055 9.673 1.271
Si 12.313 12.322 1.455
Si 14.842 15.181 1.399
Si 12.216 17.973 1.412
Si 14.97 20.673 1.357
Si 12.09 23.511 1.444
Si 14.839 26.262 1.476
Si 12.173 28.757 1.653
Si 14.972 31.487 1.575
Si 12.164 33.991 1.365
Si 15.025 36.932 1.12
Si 12.195 39.735 1.336
Si 14.964 42.372 1.314
Si 12.45 45.015 1.839
Si 15.251 47.792 1.519
Si 12.505 50.212 1.595
Si 14.916 53.219 1.345
Si 12.308 55.872 1.753
Si 15.146 58.701 1.73
Si 12.482 61.377 1.347
Si 15.006 64.317 1.622
Si 0.058 2.758 2.741
Si 2.825 0.059 2.546
Si 0.133 8.247 2.498
Si 2.883 5.5 2.547
Si 16.351 13.789 2.607
Si 2.693 11.088 2.446
Si 16.283 19.237 2.73
Si 2.577 16.513 2.594
Si 16.258 24.74 2.713
Si 2.661 21.895 2.797
Si 16.359 30.2 2.921
Si 2.625 27.438 2.704
Si 16.258 35.589 2.745
Si 2.548 32.843 2.958
Si 16.366 40.905 2.615
Si 2.63 38.253 2.985
Si 0.216 46.427 2.809
Si 2.663 43.649 2.786
Si 0.031 51.933 2.735
Si 2.822 49.153 2.593
Si 0.064 57.272 2.961
Si 2.733 54.615 2.747
Si 0.031 62.829 2.745
Si 2.839 60.128 2.606
Si 5.567 2.632 2.545
Si 8.352 65.563 2.537
Si 5.499 8.214 2.523
Si 8.302 5.527 2.563
Si 5.347 13.697 2.604
Si 8.292 10.953 2.79
Si 5.301 19.287 2.71
Si 8.177 16.491 2.806
Si 5.368 24.743 2.731
Si 8.046 21.894 2.833
Si 5.404 30.249 2.637
Si 8.003 27.455 2.754
Si 5.461 35.58 2.923
Si 8.169 32.926 2.556
Si 5.385 41 2.899
Si 8.204 38.229 2.846
Si 5.601 46.472 2.783
Si 8.251 43.703 2.919
Si 5.536 51.773 2.882
Si 8.364 49.103 2.664
Si 5.508 57.396 2.639
Si 8.285 54.56 2.709
Si 5.466 62.855 2.54
Si 8.254 60.111 2.507
Si 11.061 2.721 2.66
Si 13.662 0.116 2.814
Si 10.911 8.224 2.685
Si 13.728 5.593 2.749
Si 10.953 13.705 2.78
Si 13.701 10.959 2.755
Si 10.917 19.321 2.821
Si 13.51 16.516 2.775
Si 10.744 24.75 2.893
Si 13.573 22.071 2.693
Si 10.796 30.169 2.861
Si 13.551 27.452 2.999
Si 10.756 35.611 2.462
Si 13.536 32.808 2.872
Si 10.962 40.897 2.944
Si 13.66 38.288 2.561
Si 11.063 46.444 3.007
Si 13.819 43.598 2.991
Si 10.991 51.713 2.729
Si 13.878 49.043 2.994
Si 10.965 57.394 2.864
Si 13.686 54.464 2.93
Si 10.992 62.758 2.636
Si 13.769 60.169 2.886
Si 1.476 4.165 3.989
Si 4.185 1.351 3.991
Si 1.415 9.655 3.895
Si 4.187 6.858 3.97
Si 1.303 15.122 4.023
Si 4.012 12.327 3.997
Si 1.279 20.54 4.145
Si 3.974 17.833 4.02
Si 1.281 26.057 4.091
Si 4.02 23.335 4.114
Si 1.278 31.488 4.339
Si 4.048 28.817 4.054
Si 1.245 36.846 4.231
Si 4.032 34.197 4.207
Si 1.311 42.26 4.113
Si 4.05 39.623 4.284
Si 1.52 47.856 4.132
Si 4.143 45.052 4.089
Si 1.4 53.266 4.158
Si 4.102 50.438 4.142
Si 1.492 58.767 4.103
Si 4.138 56.032 4.049
Si 1.458 64.27 3.988
Si 4.156 61.52 4.006
Si 6.905 4.097 3.908
Si 9.637 1.35 3.994
Si 6.837 9.552 4.005
Si 9.571 6.852 4.06
Si 6.736 15.053 4.082
Si 9.583 12.357 4.141
Si 6.685 20.54 4.163
Si 9.55 17.886 4.169
Si 6.705 26.071 4.151
Si 9.404 23.303 4.184
Si 6.806 31.567 4.029
Si 9.418 28.761 4.156
Si 6.841 36.922 4.254
Si 9.508 34.258 4.003
Si 6.812 42.352 4.267
Si 9.543 39.573 4.246
Si 6.966 47.82 4.134
Si 9.632 45.063 4.294
Si 6.9 53.242 4.139
Si 9.615 50.456 4.142
Si 6.91 58.761 3.974
Si 9.577 55.973 4.154
Si 6.897 64.222 3.914
Si 9.565 61.453 3.995
Si 12.375 4.131 4.059
Si 15.094 1.419 4.137
Si 12.308 9.569 4.078
Si 15.161 6.951 4.005
Si 12.254 15.089 4.154
Si 15.067 12.377 4.056
Si 12.29 20.677 4.142
Si 14.941 17.847 4.111
Si 12.172 26.043 4.267
Si 14.941 23.364 4.107
Si 12.196 31.468 4.248
Si 14.975 28.824 4.258
Si 12.233 36.89 3.929
Si 14.928 34.218 4.168
Si 12.337 42.288 4.274
Si 14.994 39.596 4.053
Si 12.441 47.776 4.349
Si 15.19 45.08 4.212
Si 12.276 53.114 4.193
Si 15.165 50.561 4.224
Si 12.36 58.77 4.188
Si 15.04 55.917 4.25
Si 12.304 64.218 4.047
Si 15.126 61.53 4.21
Si 16.366 0.026 16.445
Si 2.699 2.73 16.43
Si 16.381 5.45 16.386
Si 2.712 8.176 16.35
Si 16.398 10.914 16.334
Si 2.733 13.66 16.332
Si 16.394 16.405 16.333
Si 2.724 19.143 16.353
Si 16.367 21.878 16.39
Si 2.706 24.604 16.422
Si 16.379 27.346 16.435
Si 2.706 30.058 16.455
Si 0.011 32.773 16.479
Si 2.746 35.502 16.485
Si 0.041 38.244 16.47
Si 2.761 40.982 16.457
Si 0.052 43.718 16.436
Si 2.769 46.449 16.436
Si 0.04 49.192 16.441
Si 2.768 51.951 16.425
Si 0.01 54.697 16.402
Si 2.742 57.45 16.403
Si 16.386 60.189 16.425
Si 2.712 62.905 16.443
Si 5.453 0.018 16.448
Si 8.191 2.723 16.426
Si 5.437 5.446 16.395
Si 8.178 8.177 16.364
Si 5.45 10.928 16.342
Si 8.193 13.672 16.344
Si 5.461 16.405 16.336
Si 8.179 19.146 16.371
Si 5.456 21.873 16.394
Si 8.195 24.618 16.426
Si 5.45 27.338 16.443
Si 8.21 30.074 16.464
Si 5.462 32.787 16.47
Si 8.226 35.522 16.468
Si 5.491 38.243 16.473
Si 8.232 40.989 16.457
Si 5.489 43.718 16.446
Si 8.223 46.451 16.421
Si 5.501 49.195 16.418
Si 8.221 51.94 16.409
Si 5.479 54.706 16.42
Si 8.191 57.448 16.439
Si 5.465 60.187 16.428
Si 8.198 62.911 16.446
Si 10.925 0.023 16.434
Si 13.656 2.73 16.413
Si 10.93 5.441 16.385
Si 13.663 8.168 16.368
Si 10.917 10.914 16.346
Si 13.656 13.663 16.327
Si 10.913 16.415 16.352
Si 13.64 19.146 16.367
Si 10.906 21.889 16.388
Si 13.642 24.621 16.419
Si 10.942 27.349 16.455
Si 13.679 30.062 16.466
Si 10.97 32.795 16.475
Si 13.715 35.514 16.472
Si 10.986 38.253 16.454
Si 13.727 40.985 16.445
Si 10.978 43.719 16.445
Si 13.714 46.451 16.436
Si 10.958 49.189 16.412
Si 13.682 51.931 16.412
Si 10.932 54.692 16.422
Si 13.657 57.453 16.426
Si 10.914 60.194 16.456
Si 13.643 62.93 16.446
Si 1.312 1.395 17.833
Si 4.062 4.101 17.797
Si 1.354 6.816 17.738
Si 4.068 9.562 17.698
Si 1.369 12.284 17.686
Si 4.099 15.036 17.691
Si 1.363 17.767 17.698
Si 4.091 20.489 17.739
Si 1.331 23.229 17.77
Si 4.073 25.968 17.794
Si 1.333 28.699 17.824
Si 4.078 31.415 17.817
Si 1.385 34.122 17.853
Si 4.129 36.865 17.836
Si 1.408 39.613 17.83
Si 4.117 42.359 17.816
Si 1.417 45.073 17.807
Si 4.15 47.811 17.781
Si 1.427 50.558 17.79
Si 4.131 53.326 17.789
Si 1.379 56.071 17.754
Si 4.09 58.82 17.787
Si 1.331 61.547 17.82
Si 4.069 64.272 17.824
Si 6.821 1.378 17.831
Si 9.574 4.085 17.783
Si 6.807 6.818 17.748
Si 9.549 9.547 17.719
Si 6.817 12.307 17.698
Si 9.548 15.052 17.718
Si 6.817 17.763 17.722
Si 9.539 20.518 17.743
Si 6.825 23.235 17.767
Si 9.572 25.977 17.804
Si 6.83 28.7 17.802
Si 9.603 31.425 17.829
Si 6.858 34.143 17.817
Si 9.629 36.881 17.809
Si 6.865 39.622 17.816
Si 9.613 42.354 17.809
Si 6.855 45.093 17.796
Si 9.588 47.819 17.77
Si 6.867 50.563 17.774
Si 9.567 53.308 17.782
Si 6.817 56.08 17.807
Si 9.529 58.828 17.827
Si 6.822 61.548 17.816
Si 9.558 64.282 17.827
Si 12.287 1.386 17.814
Si 15.017 4.098 17.784
Si 12.308 6.793 17.753
Si 15.051 9.537 17.712
Si 12.294 12.293 17.686
Si 15.03 15.033 17.683
Si 12.277 17.778 17.728
Si 14.996 20.511 17.745
Si 12.271 23.247 17.768
Si 15.007 25.987 17.791
Si 12.325 28.696 17.839
Si 15.063 31.395 17.85
Si 12.38 34.13 17.839
Si 15.098 36.865 17.839
Si 12.385 39.602 17.804
Si 15.108 42.344 17.798
Si 12.36 45.077 17.801
Si 15.086 47.806 17.805
Si 12.33 50.541 17.776
Si 15.043 53.317 17.754
Si 12.28 56.079 17.783
Si 15.006 58.836 17.796
Si 12.259 61.588 17.833
Si 14.983 64.301 17.846
Si 16.343 2.77 19.225
Si 2.665 0.008 19.195
Si 0.008 8.178 19.114
Si 2.666 5.457 19.161
Si 0.024 13.68 19.026
Si 2.709 10.918 19.077
Si 16.394 19.128 19.055
Si 2.748 16.412 19.054
Si 16.361 24.604 19.129
Si 2.717 21.846 19.101
Si 16.391 30.027 19.255
Si 2.698 27.327 19.167
Si 0.036 35.486 19.225
Si 2.717 32.731 19.233
Si 0.067 41.004 19.194
Si 2.766 38.237 19.191
Si 0.059 46.432 19.172
Si 2.765 43.718 19.207
Si 0.029 51.946 19.092
Si 2.809 49.176 19.152
Si 16.393 57.43 19.102
Si 2.757 54.719 19.127
Si 16.343 62.908 19.196
Si 2.705 60.157 19.168
Si 5.424 2.744 19.187
Si 8.203 0.023 19.221
Si 5.4 8.193 19.076
Si 8.179 5.448 19.118
Si 5.471 13.692 19.066
Si 8.165 10.928 19.06
Si 5.455 19.112 19.102
Si 8.183 16.414 19.104
Si 5.461 24.598 19.131
Si 8.195 21.879 19.137
Si 5.452 30.054 19.161
Si 8.218 27.357 19.164
Si 5.485 35.478 19.193
Si 8.243 32.8 19.18
Si 5.476 40.984 19.165
Si 8.263 38.258 19.15
Si 5.477 46.437 19.174
Si 8.227 43.731 19.148
Si 5.506 51.933 19.134
Si 8.195 49.157 19.135
Si 5.453 57.471 19.176
Si 8.169 54.664 19.143
Si 5.45 62.906 19.188
Si 8.163 60.194 19.227
Si 10.947 2.756 19.202
Si 13.611 0.053 19.257
Si 10.916 8.163 19.077
Si 13.662 5.445 19.175
Si 10.942 13.682 19.044
Si 13.682 10.929 19.03
Si 10.905 19.149 19.096
Si 13.67 16.398 19.055
Si 10.948 24.62 19.171
Si 13.615 21.863 19.125
Si 10.987 30.08 19.205
Si 13.697 27.344 19.222
Si 11.035 35.537 19.161
Si 13.741 32.765 19.236
Si 11.02 40.981 19.134
Si 13.773 38.269 19.192
Si 10.965 46.455 19.12
Si 13.756 43.713 19.153
Si 10.93 51.898 19.116
Si 13.693 49.163 19.15
Si 10.891 57.43 19.162
Si 13.65 54.675 19.104
Si 10.902 62.948 19.251
Si 13.625 60.206 19.176
Si 1.293 4.148 20.61
Si 4.018 1.389 20.553
Si 1.37 9.546 20.489
Si 4.032 6.855 20.481
Si 1.371 15.061 20.392
Si 4.08 12.327 20.39
Si 1.37 20.443 20.444
Si 4.105 17.731 20.475
Si 1.317 25.955 20.511
Si 4.075 23.221 20.462
Si 1.354 31.37 20.646
Si 4.065 28.699 20.518
Si 1.425 36.851 20.561
Si 4.118 34.088 20.564
Si 1.409 42.359 20.596
Si 4.11 39.627 20.55
Si 1.467 47.779 20.511
Si 4.123 45.084 20.58
Si 1.392 53.322 20.444
Si 4.203 50.528 20.507
Si 1.335 58.758 20.511
Si 4.078 56.105 20.534
Si 1.281 64.269 20.586
Si 4.063 61.531 20.533
Si 6.81 4.126 20.528
Si 9.591 1.397 20.587
Si 6.761 9.573 20.414
Si 9.548 6.811 20.471
Si 6.812 15.056 20.484
Si 9.545 12.331 20.377
Si 6.821 20.477 20.464
Si 9.547 17.793 20.469
Si 6.829 25.978 20.486
Si 9.564 23.254 20.518
Si 6.832 31.429 20.499
Si 9.596 28.722 20.537
Si 6.894 36.874 20.483
Si 9.684 34.155 20.497
Si 6.84 42.371 20.496
Si 9.674 39.608 20.493
Si 6.837 47.803 20.535
Si 9.606 45.104 20.485
Si 6.836 53.286 20.539
Si 9.577 50.503 20.478
Si 6.773 58.834 20.609
Si 9.51 56.033 20.51
Si 6.818 64.256 20.581
Si 9.517 61.577 20.616
Si 12.306 4.111 20.612
Si 14.937 1.467 20.639
Si 12.333 9.531 20.368
Si 15.076 6.803 20.509
Si 12.326 15.024 20.424
Si 15.068 12.306 20.367
Si 12.242 20.502 20.503
Si 15.041 17.763 20.413
Si 12.319 25.977 20.566
Si 14.975 23.248 20.471
Si 12.392 31.395 20.607
Si 15.051 28.667 20.674
Si 12.428 36.879 20.534
Si 15.127 34.093 20.628
Si 12.415 42.32 20.489
Si 15.142 39.634 20.576
Si 12.324 47.778 20.518
Si 15.114 45.053 20.553
Si 12.285 53.284 20.456
Si 15.096 50.55 20.447
Si 12.235 58.837 20.512
Si 15.031 56.047 20.438
Si 12.242 64.321 20.685
Si 14.966 61.566 20.586
Si 16.28 0.041 21.944
Si 2.646 2.739 21.95
Si 16.363 5.527 22.066
Si 2.7 8.184 21.932
Si 16.368 10.946 21.776
Si 2.753 13.727 21.739
Si 0.039 16.431 21.777
Si 2.687 19.026 21.841
Si 16.393 21.86 21.715
Si 2.717 24.598 21.817
Si 0.018 27.235 22.028
Si 2.695 29.946 21.999
Si 0.047 32.735 22.098
Si 2.722 35.419 21.929
Si 0.159 38.293 21.926
Si 2.765 40.988 21.98
Si 0.082 43.737 22.008
Si 2.767 46.439 21.996
Si 0.115 49.205 21.777
Si 2.806 51.945 21.746
Si 0.032 54.707 21.791
Si 2.677 57.425 21.955
Si 16.323 60.093 21.852
Si 2.644 62.834 21.894
Si 5.396 0.011 21.889
Si 8.19 2.762 21.899
Si 5.409 5.517 21.844
Si 8.083 8.149 21.746
Si 5.404 10.97 21.774
Si 8.203 13.675 21.802
Si 5.466 16.413 21.921
Si 8.184 19.152 21.876
Si 5.408 21.807 21.79
Si 8.229 24.681 21.861
Si 5.447 27.335 21.828
Si 8.224 30.12 21.854
Si 5.469 32.703 21.928
Si 8.357 35.57 21.795
Si 5.484 38.2 21.819
Si 8.28 41.017 21.753
Si 5.47 43.679 21.93
Si 8.198 46.408 21.877
Si 5.514 49.155 21.972
Si 8.192 51.822 21.856
Si 5.468 54.725 21.857
Si 8.181 57.42 21.91
Si 5.36 60.204 22.006
Si 8.145 62.919 22.043
Si 10.921 0.138 22.115
Si 13.649 2.853 22.152
Si 10.928 5.519 21.918
Si 13.72 8.221 21.779
Si 10.949 10.929 21.618
Si 13.793 13.704 21.757
Si 10.948 16.401 21.765
Si 13.651 19.093 21.776
Si 10.885 21.875 21.924
Si 13.659 24.577 21.942
Si 10.986 27.401 21.92
Si 13.69 30.043 22.089
Si 11.067 32.843 21.905
Si 13.787 35.521 21.936
Si 11.096 38.283 21.869
Si 13.795 41.024 21.935
Si 11.031 43.726 21.751
Si 13.687 46.386 21.872
Si 10.914 49.124 21.862
Si 13.707 51.921 21.76
Si 10.813 54.554 21.812
Si 13.617 57.401 21.748
Si 10.892 60.185 21.957
Si 13.614 62.923 22.045
Si 1.171 1.435 23.331
Si 4.084 4.132 23.215
Si 1.373 6.876 23.456
Si 4.044 9.668 23.195
Si 1.326 12.4 23.035
Si 4.05 15.017 23.27
Si 1.341 17.684 23.287
Si 4.072 20.381 23.16
Si 1.366 23.164 23.105
Si 4.033 26.015 23.192
Si 1.447 28.501 23.464
Si 4.051 31.321 23.367
Si 1.475 34.078 23.469
Si 4.117 36.81 23.185
Si 1.475 39.617 23.437
Si 4.103 42.363 23.374
Si 1.419 45.093 23.453
Si 4.14 47.794 23.374
Si 1.559 50.52 23.131
Si 4.061 53.342 23.162
Si 1.3 56.007 23.302
Si 3.901 58.886 23.373
Si 1.283 61.402 23.239
Si 3.994 64.238 23.231
Si 6.773 1.399 23.234
Si 9.515 4.169 23.29
Si 6.683 6.928 23.263
Si 9.469 9.628 22.894
Si 6.78 12.323 23.13
Si 9.634 15.022 23.139
Si 6.88 17.783 23.316
Si 9.509 20.513 23.302
Si 6.776 23.253 23.048
Si 9.595 26.095 23.277
Si 6.815 28.731 23.143
Si 9.634 31.493 23.2
Si 6.97 34.168 23.031
Si 9.753 36.894 23.196
Si 6.925 39.604 23.033
Si 9.637 42.422 23.073
Si 6.867 45.013 23.273
Si 9.546 47.742 23.298
Si 6.95 50.468 23.346
Si 9.51 53.12 23.279
Si 6.809 56.071 23.293
Si 9.521 58.796 23.31
Si 6.739 61.539 23.435
Si 9.482 64.359 23.414
Si 12.292 1.515 23.625
Si 14.976 4.299 23.613
Si 12.355 6.948 23.203
Si 15.088 9.53 23.203
Si 12.483 12.142 22.913
Si 15.13 15.124 23.198
Si 12.369 17.667 23.165
Si 15.017 20.524 23.049
Si 12.226 23.266 23.307
Si 15.057 25.839 23.401
Si 12.303 28.649 23.454
Si 15.102 31.345 23.514
Si 12.43 34.192 23.362
Si 15.233 36.875 23.251
Si 12.427 39.654 23.274
Si 15.134 42.367 23.39
Si 12.372 44.926 23.252
Si 15.12 47.829 23.06
Si 12.305 50.58 23.09
Si 15.131 53.26 23.083
Si 12.212 55.999 23.005
Si 14.958 58.69 23.188
Si 12.241 61.503 23.432
Si 14.958 64.368 23.444
Si 16.342 2.795 24.955
Si 2.594 0.024 24.499
Si 0.07 8.43 24.809
Si 2.789 5.367 24.705
Si 0.068 13.702 24.509
Si 2.612 11.078 24.409
Si 16.331 19.191 24.424
Si 2.652 16.287 24.803
Si 0.143 24.412 24.667
Si 2.709 21.776 24.409
Si 0.038 29.799 24.8
Si 2.881 27.161 24.955
Si 0.161 35.577 24.767
Si 2.808 32.663 24.912
Si 16.396 40.937 24.835
Si 2.932 38.152 24.719
Si 16.319 46.573 24.629
Si 2.765 43.685 24.935
Si 0.235 51.947 24.383
Si 2.795 49.198 24.741
Si 16.173 57.259 24.594
Si 2.655 54.596 24.689
Si 16.358 62.808 24.501
Si 2.388 60.087 24.902
Si 5.436 2.779 24.567
Si 7.994 0.076 24.747
Si 5.418 8.477 24.682
Si 7.996 5.459 24.602
Si 5.465 13.614 24.607
Si 8.201 10.942 24.342
Si 5.388 19.142 24.693
Si 8.299 16.311 24.663
Si 5.437 24.623 24.355
Si 7.974 21.977 24.575
Si 5.461 29.917 24.634
Si 8.195 27.534 24.566
Si 5.605 35.457 24.336
Si 8.296 32.937 24.475
Si 5.578 40.866 24.446
Si 8.367 38.335 24.35
Si 5.544 46.38 24.666
Si 8.319 43.653 24.561
Si 5.453 51.926 24.389
Si 8.259 49.048 24.915
Si 5.323 57.488 24.585
Si 8.102 54.514 24.615
Si 5.245 62.924 24.763
Si 8.124 60.079 24.767
Si 10.87 3.015 24.902
Si 13.707 0.143 25.101
Si 10.807 8.326 24.206
Si 13.578 5.916 24.985
Si 11.277 13.639 24.117
Si 13.636 10.797 24.5
Si 11.009 19.044 24.477
Si 13.759 16.381 24.677
Si 10.831 24.667 24.702
Si 13.7 21.842 24.493
Si 10.878 30.172 24.707
Si 13.65 27.131 24.824
Si 11.06 35.622 24.724
Si 13.801 32.858 24.871
Si 10.985 41.144 24.436
Si 13.891 38.243 24.585
Si 10.959 46.263 24.526
Si 13.749 43.671 24.811
Si 10.937 51.694 24.647
Si 13.768 49.26 24.271
Si 10.961 57.32 24.505
Si 13.527 54.518 24.201
Si 10.919 63.054 24.751
Si 13.679 59.96 24.699
Si 1.83 3.652 26.16
Si 3.994 1.397 25.754
Si 1.094 10.287 26.06
Si 4.197 6.84 25.87
Si 1.633 14.505 26.215
Si 3.901 12.336 25.869
Si 1.232 20.588 25.839
Si 4.33 17.438 26.042
Si 1.847 25.281 26.145
Si 4.088 23.199 25.633
Si 1.375 31.095 26.214
Si 4.669 28.258 26.309
Si 1.389 37.105 26.218
Si 4.759 33.833 25.839
Si 1.257 42.291 26.278
Si 4.631 39.276 25.91
Si 0.865 48.329 25.934
Si 4.213 45.196 26.189
Si 1.72 52.828 26.062
Si 4.162 50.787 25.935
Si 0.727 58.584 26.267
Si 4.214 55.876 25.913
Si 1.482 64.004 25.779
Si 3.624 61.787 26.142
Si 6.931 3.804 26.15
Si 9.215 1.686 25.992
Si 7.302 9.481 25.993
Si 9.428 7.035 25.555
Si 6.605 15.199 25.965
Si 9.901 12.218 25.254
Si 6.247 21.013 25.961
Si 9.783 17.683 25.968
Si 6.771 26.043 25.66
Si 8.905 23.797 25.811
Si 6.836 31.535 25.604
Si 8.995 29.38 25.991
Si 6.778 37.126 25.499
Si 9.754 34.104 26.024
Si 7.236 41.904 25.711
Si 9.525 39.875 25.719
Si 7.072 47.316 26.199
Si 9.444 45.116 26.045
Si 6.268 53.505 25.926
Si 10.19 49.917 26.074
Si 6.716 58.599 26.117
Si 9.837 55.638 25.721
Si 6.123 64.714 26.129
Si 9.51 61.629 25.91
Si 11.739 4.967 26.267
Si 14.863 1.74 26.636
Si 11.74 9.842 25.713
Si 15.11 7.456 26.46
Si 12.833 14.422 25.744
Si 15.071 12.256 25.624
Si 12.393 20.399 25.777
Si 14.666 18.325 25.859
Si 12.184 25.857 26.274
Si 15.4 22.739 25.907
Si 11.992 31.82 26.053
Si 15.044 28.422 26.202
Si 12.767 36.758 26.002
Si 15.007 34.544 26.185
Si 12.462 42.013 26.066
Si 15.343 39.163 26.251
Si 12.481 47.748 25.422
Si 14.627 45.628 26.07
Si 12.138 53.396 25.759
Si 15.23 50.578 25.569
Si 12.627 58.186 26.002
Si 14.619 55.84 25.726
Si 12.668 63.969 26.36
Si 14.873 61.649 25.905
Si 7.767 61.496 30.764
Si 0.037 5.174 28.191
Si 5.281 10.863 35.835
Si 15.322 8.975 29.183
Si 1.231 14.055 29.335
Si 3.465 10.369 28.172
Si 3.561 19.293 31.111
Si 15.381 22.747 34.133
Si 3.218 29.843 28.531
Si 13.886 35.745 30.66
Si 13.006 33.42 32
Si 14.968 38.252 29.365
Si 1.509 36.946 29.455
Si 3.339 40.97 28.212
Si 16.381 44.397 28.205
Si 16.068 48.523 32
Si 2.068 48.149 30.61
Si 14.396 53.17 27.347
Si 7.44 56.169 30.235
Si 15.155 61.655 32.537
Si 6.048 58.892 30.692
Si 9.706 0.197 28.744
Si 9.308 4.438 30.965
Si 7.994 6.571 32.225
Si 10.995 8.897 28.541
Si 6.563 13.099 30.752
Si 8.603 13.778 27.579
Si 2.556 18.806 28.218
Si 8.267 19.704 27.66
Si 3.496 13.795 31.229
Si 10.113 26.605 33.662
Si 1.117 28.453 30.377
Si 10.617 27.938 28.125
Si 1.908 34.573 31.425
Si 8.168 35.697 27.989
Si 3.404 41.418 33.661
Si 2.158 46.61 28.036
Si 3.304 42.983 31.28
Si 6.623 47.144 29.25
Si 8.086 48.748 30.997
Si 4.653 59.846 28.159
Si 12.775 57.727 32.232
Si 7.858 63.291 28.16
Si 8.817 6.816 29.368
Si 12.04 64.097 29.46
Si 15.623 4.098 33.531
Si 7.539 11.226 28.745
Si 15.764 11.832 33.589
Si 8.568 20.041 32.593
Si 10.94 15.604 28.049
Si 15.285 15.548 30.26
Si 12.24 22.268 30.063
Si 14.896 29.716 30.538
Si 16.33 26.358 28.4
Si 13.022 29.968 28.15
Si 11.922 39.341 27.499
Si 8.605 37.671 30.32
Si 12.916 40.062 30.417
Si 11.244 43.972 28.321
Si 11.887 42.939 31.162
Si 10.558 49.406 29.022
Si 11.765 50.382 31.522
Si 6.241 54.961 32.507
Si 13.351 60.052 30.705
Si 10.725 59.594 27.808
Si 15.857 1.038 29.598
Si 2.252 0.764 30.298
Si 5.471 4.784 32.806
Si 7.106 2.808 31.774
Si 11.673 8.453 35.454
Si 16.08 17.197 35.466
Si 5.587 20.301 32.886
Si 4.878 17.887 34.892
Si 6.183 22.048 37.198
Si 1.846 23.472 34.775
Si 2.534 26.356 35.48
Si 0.418 33.02 28.215
Si 4.641 33.033 34.885
Si 3.28 32.854 29.436
Si 3.992 40.271 30.964
Si 14.409 40.538 37.623
Si 1.191 46.266 32.737
Si 1.55 49.929 33.98
Si 1.808 52.835 34.426
Si 0.25 53.485 28.928
Si 3.776 50.883 30.701
Si 2.806 57.292 28.029
Si 2.82 61.508 32.471
Si 0.855 64.501 28.607
Si 3.673 65.346 32.75
Si 13.438 7.848 33.347
Si 6.155 5.823 27.964
Si 12.812 8.665 30.78
Si 4.177 16.552 32.268
Si 12.471 14.329 30.366
Si 8.928 18.409 30.157
Si 14.693 18.205 31.118
Si 7.647 16.947 36.144
Si 9.329 29.339 32.974
Si 15.842 28.628 35.95
Si 4.531 36.586 36.34
Si 12.121 38.228 34.639
Si 5.595 43.174 28.096
Si 5.149 45.271 31.404
Si 12.074 52.057 35.761
Si 2.152 47.19 35.295
Si 5.519 51.7 28.323
Si 8.734 57.265 27.916
Si 10.755 61.455 30.278
Si 15.589 60.262 28.492
Si 13.902 2.724 31.264
Si 13.512 3.797 28.404
Si 3.796 7.414 28.698
Si 13.082 10.665 34.327
Si 16.395 11.413 30.563
Si 11.576 15.243 33.317
Si 3.423 21.479 36.102
Si 10.382 21.946 27.825
Si 14.032 24.224 28.374
Si 8.801 26.82 36.029
Si 15.769 33.618 30.923
Si 6.523 36.381 32.339
Si 8.187 40.38 31.401
Si 6.955 39.03 33.836
Si 7.321 43.457 30.799
Si 0.5 43.583 31.053
Si 8.81 51.353 32.279
Si 1.496 55.361 36.249
Si 11.869 55.138 33.279
Si 2.742 58.13 35.33
Si 10.443 65.26 33.432
Si 0.396 2.857 35.894
Si 2.767 63.6 34.882
Si 15.098 6.959 38.132
Si 5.014 6.903 34.685
Si 2.776 10.995 31.129
Si 9.079 17.002 33.614
Si 16.118 17.793 28.632
Si 13.049 21.218 35.177
Si 14.46 25.859 36.355
Si 3.101 21.33 33.259
Si 13.215 30.557 32.707
Si 12.576 35.075 37.472
Si 13.684 35.672 33.642
Si 10.681 38.867 32.092
Si 8.444 43.292 36.023
Si 13.149 47.738 31.89
Si 10.978 43.019 34.049
Si 15.836 56.952 32.626
Si 3.092 55.045 38.824
Si 15.17 61.55 38.268
Si 7.116 53.192 30.418
Si 9.815 60.616 36.239
Si 7.223 6.406 36.514
Si 4.411 2.349 31.51
Si 11.387 11.324 30.306
Si 8.297 11.259 35.703
Si 7.269 16.02 31.493
Si 8.594 11.037 31.428
Si 11.247 21.287 32.69
Si 4.528 26.684 37.608
Si 7.351 29.392 34.977
Si 13.143 29.96 35.739
Si 5.253 35.062 28.548
Si 4.744 30.411 35.941
Si 4.385 37.381 30.456
Si 5.365 42.229 35.969
Si 5.03 47.037 34.025
Si 11.714 46.642 29.497
Si 4.632 51.981 35.384
Si 14.707 54.604 34.185
Si 8.079 62.772 37.075
Si 5.564 62.675 32.71
Si 12.951 2.293 36.516
Si 12.981 64.004 32.518
Si 1.115 7.128 30.194
Si 0.042 6.916 33.138
Si 10.791 12.492 34.643
Si 1.055 9.374 34.749
Si 11.918 19.293 30.618
Si 13.536 15.685 35.619
Si 11.804 26.994 35.833
Si 15.256 19.713 33.89
Si 10.817 37.448 37.236
Si 10.3 27.429 30.954
Si 11.434 32.22 37.021
Si 5.563 39.386 36.372
Si 8.468 38.894 36.314
Si 8.911 46.057 30.64
Si 13.182 44.838 33.124
Si 8.935 50.678 37.869
Si 13.164 52.591 32.927
Si 11.671 58.848 34.901
Si 1.355 55.866 30.285
Si 0.836 61.964 30.292
Si 1.655 62.402 37.263
Si 5.76 0.996 37.044
Si 8.418 65.54 35.808
Si 14.686 4.789 36.146
Si 4.973 7.991 37.318
Si 0.761 15.643 37.687
Si 4.569 12.617 37.95
Si 14.927 25.45 33.229
Si 3.923 18.975 37.619
Si 13.235 27.657 31.687
Si 0.72 27.562 33.393
Si 0.528 32.996 37.44
Si 1.822 30.3 37.155
Si 16.177 38.417 36.987
Si 9.232 31.736 34.688
Si 0.806 41.957 38.298
Si 1.656 48.027 38.12
Si 15.277 42.715 33.509
Si 1.876 53.207 31.396
Si 4.726 49.988 33.236
Si 5.158 57.513 33.334
Si 6.781 54.117 35.527
Si 3.831 60.224 37.087
Si 5.674 4.001 37.353
Si 3.333 2.5 36.888
Si 9.934 7.117 37.762
Si 8.977 8.999 33.902
Si 6.641 14.891 38.048
Si 10.384 12.369 37.561
Si 7.03 19.419 37.836
Si 1.633 26.276 38.346
Si 6.919 24.873 37.705
Si 6.591 31.894 38.15
Si 2.762 34.567 36.665
Si 3.125 35.216 34.028
Si 6.908 46.049 36.246
Si 4.881 44.472 37.945
Si 3.677 50.479 38.023
Si 7.929 47.822 38.275
Si 7.192 56.958 35.681
Si 5.444 62.315 35.691
Si 10.302 56.088 35.503
Si 7.871 58.753 37.938
Si 12.836 1.158 33.669
Si 15.093 1.424 38.094
Si 9.526 1.609 31.306
Si 3.985 9.515 33.505
Si 0.658 9.445 37.885
Si 11.768 14.962 38.139
Si 12.547 21.221 38.167
Si 16.114 14.413 35.204
Si 14.678 23.613 38.404
Si 7.504 34.154 34.379
Si 15.352 35.48 36.084
Si 7.22 34.904 37.152
Si 13.167 41.06 34.813
Si 9.216 41.181 38.06
Si 11.895 50.711 38.212
Si 0.912 41.105 35.493
Si 8.943 52.107 35.294
Si 12.189 54.715 37.493
Si 12.465 60.549 37.22
Si 15.129 54.898 37.125
Si 10.187 1.578 37.733
Si 0.78 59.684 33.669
O 15.687 0.179 38.933
O 1.176 64.401 40.001
O 4.249 1.211 36.411
O 3.009 2.383 38.506
O 15.725 5.776 39.047
O 1.354 4.152 39.567
O 1.946 9.312 38.878
O 4.088 7.88 38.672
O 16.217 10.698 38.496
O 3.744 9.972 31.961
O 2.067 15.299 38.619
O 3.228 12.956 38.794
O 15.966 15.824 38.782
O 0.705 17.033 36.759
O 2.961 18.503 38.854
O 1.206 20.655 39.539
O 15.07 24.553 37.118
O 15.968 22.811 39.019
O 1.71 24.845 39.118
O 0.472 27.185 39.048
O 14.773 28.926 39.751
O 12.424 28.498 35.627
O 1.122 31.699 36.609
O 2.012 30.392 38.776
O 16.353 32.427 38.842
O 15.971 34.033 36.589
O 1.736 36.523 39.772
O 3.896 34.509 39.816
O 14.643 38.95 37.266
O 0.5 38.368 38.457
O 2.014 41.237 39.144
O 1.321 42.046 36.762
O 0.443 43.43 38.911
O 3.654 45.07 38.847
O 2.146 47.204 39.418
O 15.071 50.422 39.682
O 0.232 48.67 38.628
O 2.976 51.737 38.768
O 2.216 53.994 39.775
O 2.128 56.638 35.474
O 14.773 56.264 39.908
O 2.81 56.624 39.121
O 6.969 58.199 36.696
O 4.379 60.369 38.626
O 1.234 58.654 39.74
O 2.521 62.879 38.559
O 2.45 61.047 36.837
O 6.811 0.349 35.924
O 5.545 0.122 38.399
O 9.288 2.511 38.738
O 7.351 4.103 39.722
O 5.242 4.902 38.655
O 8.831 6.519 36.695
O 11.044 7.903 36.841
O 9.148 8.127 38.779
O 5.254 9.485 36.71
O 5.478 11.617 38.852
O 6.814 15.137 0.82
O 7.719 14.006 38.907
O 5.972 16.174 38.833
O 8.992 16.864 35.23
O 7.761 19.824 39.22
O 9.43 17.848 39.856
O 5.701 21.902 38.756
O 3.866 23.391 39.729
O 7.287 24.97 39.281
O 8.03 28.244 35.906
O 4.007 29.128 39.953
O 5.533 27.66 38.467
O 7.739 30.863 38.782
O 5.551 32.343 39.314
O 7.154 33.291 37.502
O 5.645 31.094 37.099
O 7.884 35.569 38.496
O 2.016 34.855 35.2
O 6.209 37.296 39.692
O 4.209 39.471 39.779
O 5.811 43.589 38.944
O 6.808 42.322 0.731
O 5.719 45.711 37.313
O 3.822 44.468 30.909
O 8.635 46.482 38.849
O 6.687 48.131 39.28
O 4.891 49.981 38.976
O 4.152 50.981 36.557
O 6.828 53.442 39.844
O 7.881 51.454 38.806
O 4.695 54.767 39.048
O 6.532 55.562 36.245
O 11.278 57.346 35.281
O 8.417 57.45 38.724
O 6.46 62.766 36.874
O 6.89 59.551 38.97
O 7.037 64.177 39.676
O 8.683 61.737 35.947
O 8.225 1.759 32.29
O 10.752 0.33 38.631
O 13.634 1.106 37.426
O 14.814 2.65 39.147
O 12.542 4.221 39.596
O 10.663 5.957 38.667
O 16.258 8.045 37.868
O 13.865 7.71 38.872
O 12.349 9.624 39.705
O 10.859 11.495 38.828
O 12.938 14.21 38.988
O 14.806 12.488 39.612
O 11.257 16.288 38.921
O 13.149 19.897 38.908
O 14.787 17.978 39.625
O 9.422 23.413 39.734
O 11.157 21.644 38.908
O 14 24.714 39.376
O 11.866 26.457 39.806
O 9.656 28.702 39.607
O 10.294 32.158 35.846
O 12.651 31.013 39.807
O 10.786 32.292 38.53
O 12.718 35.353 39.067
O 11.24 35.899 37.038
O 14.973 34.242 39.834
O 12.106 42.802 39.833
O 10.319 40.555 39.136
O 7.846 41.076 38.94
O 13.907 41.296 36.253
O 15.8 41.131 38.25
O 10.024 44.692 39.931
O 14.908 45.18 39.776
O 12.827 47.158 39.798
O 11.774 49.205 38.801
O 12.353 50.698 36.633
O 12.438 53.32 36.701
O 12.87 51.682 39.089
O 11.894 54.434 39.066
O 9.772 55.762 39.936
O 12.671 59.386 36.075
O 12.75 58.156 39.953
O 11.917 60.095 38.674
O 11.173 61.437 36.698
O 12.475 64.174 39.607
O 14.696 62.692 39.315
O 2.974 2.466 26.604
O 1.224 4.222 27.595
O 7.555 62.148 29.285
O 5.012 0.317 26.577
O 3.2 7.059 27.21
O 0.38 8.297 29.344
O 5.665 6.327 26.48
O 6.436 6.009 32.247
O 2.898 13.48 26.524
O 1.029 14.603 27.798
O 4.318 11.311 27.135
O 2.815 14.118 29.769
O 1.988 19.915 27.158
O 2.64 20.278 32.085
O 3.15 19.537 29.56
O 3.762 17.976 27.504
O 1.119 25.575 27.605
O 2.525 28.922 29.703
O 5.117 22.17 26.481
O 3.056 24.159 26.56
O 0.206 31.795 27.165
O 2.249 30.158 27.254
O 4.415 28.966 27.816
O 1.776 36.816 27.842
O 0.398 38.407 26.231
O 4.601 34.968 27.055
O 1.522 35.434 30.093
O 1.985 41.308 27.394
O 0.156 43.164 27.158
O 4.217 42.341 28.349
O 2.763 37.602 30.314
O 1.18 47.749 27.436
O 16.156 49.494 26.416
O 1.392 45.201 28.259
O 4.495 41.864 30.95
O 1.032 53.098 27.549
O 2.993 51.846 26.491
O 2.315 54.743 31.014
O 6.288 47.459 27.687
O 16.111 59.052 27.521
O 1.607 57.335 26.931
O 3.855 56.146 27.515
O 9.379 58.719 27.644
O 2.621 63.063 26.533
O 0.577 64.644 27.014
O 4.452 61.505 32.388
O 4.091 61.302 27.684
O 8.19 7.342 30.794
O 6.293 4.218 27.657
O 9.865 0.847 27.271
O 8.065 2.699 26.637
O 7.121 10.282 27.485
O 8.658 12.339 28.336
O 10.488 6.079 26.507
O 8.446 8.289 26.189
O 7.129 14.456 27.359
O 5.504 16.336 26.491
O 6.374 12.221 29.374
O 9.185 13.461 26.096
O 6.858 20.466 27.4
O 8.469 19.72 31.007
O 9.407 20.713 28.209
O 8.728 18.935 26.302
O 7.798 24.934 26.43
O 5.778 27.014 26.632
O 9.509 23.129 27.173
O 15.63 18.75 29.884
O 5.834 32.635 26.448
O 7.896 30.566 26.507
O 13.194 30.77 34.315
O 9.46 28.855 27.472
O 5.775 38.146 26.353
O 7.711 36.35 26.588
O 10.844 32.942 26.404
O 9.285 34.592 27.55
O 3.348 46.386 26.955
O 6.53 42.336 27.107
O 10.338 39.466 27.102
O 8.317 40.814 26.337
O 8.304 46.238 26.448
O 6.544 43.503 29.375
O 9.877 44.381 27.496
O 5.752 53.057 27.442
O 5.59 54.988 25.902
O 10.037 50.23 27.712
O 9.294 49.16 30.002
O 7.337 57.368 27.071
O 3.476 58.76 27.937
O 5.95 59.585 27.202
O 9.609 56.071 27.288
O 6.508 63.998 27.577
O 8.794 64.471 28.751
O 10.687 60.82 26.753
O 8.574 62.516 26.928
O 12.307 4.727 27.821
O 14.989 3.643 32.094
O 15.77 1.527 28.032
O 15.969 65.023 29.486
O 11.742 8.917 27.092
O 15.017 4.415 28.379
O 16.178 6.376 27.125
O 14.75 8.582 27.683
O 10.554 17.056 27.356
O 11.897 14.81 27.016
O 2.009 10.053 27.446
O 3.304 11.148 29.602
O 11.593 21.348 26.892
O 13.453 19.312 26.496
O 13.961 13.32 26.391
O 15.867 21.231 33.654
O 12.848 24.992 27.537
O 11.102 26.872 27
O 14.757 23.211 27.346
O 0.114 21.634 26.481
O 12.338 31.32 27.589
O 11.9 28.858 28.567
O 15.759 27.512 27.388
O 13.977 29.421 26.955
O 8.074 39.246 30.193
O 12.276 37.767 27.222
O 15.94 34.223 27.54
O 13.8 35.611 26.677
O 12.025 42.882 27.405
O 12.836 40.439 26.624
O 14.47 39.538 30.287
O 14.864 38.797 27.826
O 11.471 48.861 26.132
O 13.532 46.869 26.395
O 15.166 45.297 27.604
O 12.825 41.647 30.784
O 12.769 53.321 27.309
O 10.93 54.458 25.975
O 14.596 51.742 26.561
O 2.798 49.592 30.542
O 13.606 56.913 26.511
O 12.048 58.714 27.468
O 15.072 53.071 28.828
O 15.085 54.549 26.703
O 12.862 63.965 28.05
O 13.552 2.557 27.296
O 15.352 61.518 27.482
O 13.636 62.723 25.914
O 4.217 1.29 32.772
O 2.177 65.428 28.962
O 3.368 1.955 30.323
O 0.531 5.698 29.664
O 6.438 7.311 37.638
O 6.724 11.638 35.805
O 4.258 8.985 28.56
O 15.424 10.569 29.554
O 0.618 12.562 29.589
O 14.494 16.996 35.908
O 0.375 14.934 30.433
O 1.23 10.466 31.111
O 5.145 19.645 31.437
O 2.244 22.71 33.365
O 0.225 23.489 34.878
O 15.032 16.636 31.463
O 1.206 28.278 32.008
O 2.582 24.917 34.717
O 3.656 31.265 29.251
O 14.696 30.47 31.976
O 12.822 36.785 34.434
O 14.589 33.062 31.862
O 0.104 37.77 29.732
O 13.857 37.047 29.67
O 10.857 38.315 33.608
O 9.69 40.178 32.024
O 2.687 47.204 29.452
O 4.181 39.849 27.389
O 1.853 42.808 30.526
O 10.865 42.678 32.435
O 0.435 48.403 30.541
O 16.193 47.095 32.791
O 4.204 51.445 29.247
O 0.806 52.707 30.265
O 14.297 57.17 32.192
O 0.371 56.565 31.362
O 8.702 56.898 29.517
O 2.282 56.974 29.544
O 5.431 58.619 32.173
O 16.123 62.384 31.429
O 2.296 61.986 31.01
O 7.349 59.902 30.836
O 2.58 65.325 31.524
O 6.861 62.433 31.758
O 5.04 6.387 29.032
O 9.062 1.273 29.784
O 7.79 3.84 30.697
O 7.612 6.392 28.366
O 11.95 8.077 29.555
O 10.862 10.47 29.006
O 8.104 10.338 30.018
O 7.301 14.575 30.719
O 5.058 13.378 31.245
O 9.546 14.833 28.357
O 1.346 17.778 28.641
O 8.32 17.01 30.727
O 8.166 18.505 28.737
O 5.223 19.251 34.078
O 7.145 20.664 33.037
O 8.916 18.603 33.299
O 5.737 29.307 35.238
O 10.12 28.235 33.872
O 0.604 27.058 29.714
O 0.053 29.678 30.087
O 9.84 26.297 32.077
O 9.859 30.813 33.464
O 4.357 31.453 34.736
O 2.811 33.288 30.956
O 8.803 36.891 28.913
O 6.878 34.958 28.674
O 4.936 38.937 30.681
O 5.169 44.572 27.388
O 6.28 46.312 34.768
O 2.93 42.77 32.864
O 2.953 40.326 29.682
O 8.104 46.423 29.26
O 5.616 46.205 30.149
O 6.735 48.563 30.085
O 0.413 49.744 32.812
O 7.375 54.627 29.593
O 5.031 59.74 29.742
O 11.78 56.427 32.267
O 10.635 60.173 29.306
O 11.192 65.477 29.324
O 12.19 61.184 31.025
O 13.194 3.5 30.004
O 9.7 5.448 29.732
O 12.836 2.17 32.377
O 9.114 5.356 32.321
O 8.358 7.583 33.43
O 10.814 11.157 26.175
O 12.455 7.694 32.05
O 14.319 11.729 34.369
O 16.228 11.324 26.491
O 12.093 14.629 31.915
O 11.789 11.524 33.763
O 15.661 18.211 27.154
O 15.338 16.369 28.851
O 10.949 22.656 29.171
O 14.104 14.428 30.21
O 13.444 23.296 29.625
O 12.457 20.633 29.8
O 14.439 28.143 30.704
O 9.882 27.202 29.403
O 13.811 26.313 32.41
O 2.058 33.212 28.377
O 0.545 33.908 32.008
O 6.226 33.28 34.857
O 7.535 36.758 31.135
O 12.184 39.231 31.614
O 5.73 39.55 34.751
O 6.621 37.497 33.495
O 12.076 39.741 29.062
O 12.073 45.377 28.531
O 6.234 44.109 31.859
O 16.014 43.931 29.732
O 11.033 43.308 29.811
O 11.195 47.941 28.654
O 5.318 50.514 27.174
O 11.959 48.856 32.146
O 15.819 55.729 33.726
O 8.396 52.574 31.257
O 13.214 55.309 34.215
O 4.969 55.987 32.71
O 12.016 53.704 32.509
O 12.62 58.599 30.868
O 0.357 60.551 29.61
O 14.619 1.439 30.556
O 0.812 1.55 30.371
O 4.843 64.17 32.555
O 4.644 5.441 34.046
O 6.54 3.564 33.126
O 5.397 13.964 37.576
O 4.689 8.047 33.562
O 8.302 9.669 35.248
O 9.199 12.062 34.573
O 2.737 12.48 31.852
O 0.015 15.887 34.499
O 5.7 16.495 31.633
O 4.144 16.857 33.872
O 3.295 20.463 37.346
O 3.934 18.111 36.215
O 4.697 21.667 33.034
O 6.307 17.241 35.283
O 11.839 22.419 31.651
O 14.514 25.555 34.776
O 2.048 27.396 34.326
O 14.959 23.819 32.925
O 16.244 32.64 29.707
O 15.247 34.983 30.207
O 11.917 27.213 30.882
O 1.821 33.93 37.8
O 3.947 33.846 33.661
O 14.069 36.312 32.19
O 12.816 34.283 33.398
O 3.555 40.175 32.558
O 4.844 36.542 29.133
O 12.895 44.153 31.645
O 9.285 40.205 36.768
O 11.627 38.372 36.171
O 13.973 41.74 33.566
O 15.578 54.163 38.54
O 1.232 51.33 34.775
O 1.46 48.625 34.934
O 3.425 52.785 34.633
O 1.241 54.051 35.316
O 1.309 53.204 32.917
O 0.432 55.095 29.183
O 3.088 52.152 31.439
O 14.152 60.046 29.271
O 12.437 58.766 33.467
O 9.151 59.604 37.361
O 3.52 58.669 36.669
O 15.577 60.188 39.076
O 2.434 62.493 33.721
O 8.655 64.243 36.751
O 4.341 3.97 31.888
O 5.918 2.065 30.955
O 13.6 3.767 36.804
O 12.552 9.845 35.673
O 12.681 7.366 34.719
O 8.704 9.976 32.635
O 14.829 7.099 33.024
O 12.45 10.269 31.019
O 3.386 15.135 32.137
O 7.48 12.196 31.782
O 11.759 15.511 29.475
O 10.866 14.029 34.141
O 7.081 20.723 36.843
O 11.866 21.594 34.139
O 14.955 19.116 32.417
O 7.091 23.391 37.04
O 5.341 25.265 37.518
O 7.729 29.188 33.373
O 3.977 26.888 36.06
O 0.816 29.101 36.679
O 3.294 29.92 36.514
O 4.164 36.301 34.728
O 2.447 35.595 32.6
O 9.217 42.686 37.359
O 4.551 43.459 36.689
O 4.994 36.46 31.709
O 8.415 47.259 31.69
O 4.733 46.117 32.721
O 2.283 47.302 32.026
O 10.52 46.164 30.52
O 5.003 50.43 31.688
O 3.094 49.965 33.435
O 10.543 52.235 35.273
O 7.948 49.966 32.064
O 8.775 56.622 35.488
O 7.479 55.858 31.852
O 10.964 62.859 29.497
O 10.257 3.112 31.232
O 9.374 61.554 31.167
O 6.302 57.377 30.057
O 16.25 4.315 36.427
O 12.908 64.097 30.866
O 14.46 4.714 34.521
O 9.616 8.026 28.634
O 2.713 7.238 29.9
O 0.534 7.86 34.381
O 12.068 12.781 29.968
O 14.368 8.4 30.382
O 14.513 14.369 35.564
O 15.64 11.952 31.942
O 12.823 15.861 34.16
O 9.629 21.247 32.869
O 2.38 22.729 36.137
O 3.339 17.712 31.478
O 10.34 27.042 36.585
O 14.125 22.47 35.163
O 12.874 26.12 36.71
O 15.131 25.339 28.885
O 9.689 28.909 31.429
O 13.92 30.403 29.442
O 12.38 31.884 32.091
O 7.026 35.002 33.055
O 13.933 35.682 36.832
O 8.338 39.012 34.693
O 6.985 38.893 36.99
O 9.234 37.565 36.839
O 7.081 40.005 32.55
O 6.994 42.506 35.771
O 7.876 41.93 31.015
O 8.585 44.494 30.984
O 14.474 48.703 31.861
O 13.188 46.482 32.963
O 11.643 50.284 29.888
O 13.037 51.365 31.867
O 14.612 53.381 33.068
O 16.116 60.965 33.717
O 10.533 55.091 34.218
O 10.405 51.032 32.159
O 3.823 58.007 34.107
O 1.523 59.195 35.041
O 11.414 63.924 33.15
O 1.014 62.966 29.041
O 1.994 2.643 35.986
O 16.364 2.827 34.294
O 1.635 63.513 36.044
O 4.176 63.329 35.656
O 14.539 6.286 36.746
O 2.594 9.465 34.297
O 6.277 2.483 37.549
O 4.209 7.165 36.095
O 0.082 13.174 34.215
O 4.931 10.602 34.264
O 4.202 11.88 36.529
O 13.133 18.221 30.637
O 13.854 19.869 34.71
O 4.943 22.09 36.125
O 16.222 18.654 34.716
O 16.076 28.448 34.314
O 15.306 27.232 36.606
O 0.003 26.136 32.999
O 3.005 20.642 34.75
O 12.38 33.553 36.916
O 12.701 34.543 30.776
O 15.053 35.361 34.479
O 16.195 36.887 36.358
O 4.631 33.748 29.278
O 12.37 30.895 36.815
O 10.019 37.704 31.147
O 11.953 44.36 34.133
O 14.643 44.248 33.687
O 0.407 39.589 35.969
O 16.3 42.062 34.612
O 1.684 46.981 36.846
O 13.133 39.48 34.426
O 0.988 44.907 31.888
O 2.615 54.813 37.296
O 15.007 54.055 35.7
O 5.65 53.071 36.015
O 2.657 49.254 37.763
O 6.48 57.43 34.295
O 16.399 58.358 33.178
O 6.718 51.934 29.446
O 5.948 53.688 31.502
O 4.945 60.796 36.017
O 2.864 65.051 34.144
O 6.824 4.825 36.554
O 4.245 3.828 36.564
O 9.042 65.146 34.305
O 6.603 6.93 35.087
O 10.091 11.679 31.246
O 7.021 9.638 39.51
O 13.706 9.47 33.396
O 7.893 16.033 33.009
O 10.519 16.461 33.076
O 10.537 8.785 34.312
O 8.942 11.691 37.145
O 7.487 15.473 36.794
O 11.67 19.795 32.157
O 3.175 26.824 38.526
O 1.459 26.164 36.714
O 7.844 18.163 37.202
O 7.95 25.879 36.997
O 14.701 29.765 36.183
O 12.689 28.994 32.512
O 5.867 35.79 36.808
O 3.297 35.994 37.222
O 4.013 33.555 36.314
O 16.021 42.647 32.056
O 2.262 40.834 34.642
O 4.693 41.967 34.503
O 4.506 38.186 36.635
O 5.131 40.869 36.883
O 3.779 47.183 35.075
O 1.626 45.994 34.291
O 7.525 47.475 36.73
O 8.933 49.093 38.216
O 5.411 48.537 33.511
O 5.389 51.068 34.258
O 6.706 54.349 33.92
O 8.262 53.499 35.84
O 9.26 1.128 36.479
O 14.453 60.344 31.87
O 8.529 62.354 38.59
O 13.404 1.947 34.969
O 11.399 2.385 36.976
O 11.344 0.763 34.21
O 13.602 65.388 33.189
O 10.267 0.303 31.936
O 0.21 10.496 33.941
O 0.847 7.335 31.786
O 0.315 5.312 33.338
O 16.112 1.737 36.852
O 10.483 13.951 37.977
O 11.296 12.315 36.191
O 1.029 9.722 36.331
O 10.58 18.499 30.075
O 0.54 14.389 36.632
O 12.379 15.484 36.725
O 11.551 26.221 34.372
O 8.883 26.037 34.574
O 13.57 22.464 38.18
O 12.312 20.909 36.588
O 8.673 33.095 33.967
O 8.016 35 35.698
O 8.021 30.85 35.379
O 9.493 43.208 34.742
O 8.041 44.871 36.187
O 11.139 37.992 38.737
O 12.993 47.068 30.405
O 8.436 51.815 33.787
O 13.325 40.72 38.805
O 11.683 41.757 34.839
O 10.382 51.336 38.233
O 12.953 51.957 34.415
O 0.046 55.869 36.85
O 10.296 59.771 34.899
O 10.836 55.416 36.886
O 8.529 50.886 36.297
O 13.615 55.542 37.321
O 14.002 62.77 32.964
O 6.146 62.436 34.222
O 2.046 60.085 32.696
O 13.906 61.295 37.266
O 0.085 62.085 37.497
O 5.468 19.039 38.126
Si 0.077 65.605 5.41
Si 2.809 2.748 5.356
Si 0.075 5.512 5.368
Si 2.769 8.248 5.308
Si 0.039 10.959 5.365
Si 2.677 13.717 5.385
Si 16.342 16.458 5.436
Si 2.659 19.164 5.474
Si 16.318 21.962 5.465
Si 2.643 24.686 5.478
Si 16.356 27.403 5.535
Si 2.719 30.102 5.552
Si 16.293 32.886 5.589
Si 2.676 35.539 5.577
Si 16.315 38.271 5.528
Si 2.675 40.993 5.582
Si 0.071 43.663 5.563
Si 2.827 46.435 5.508
Si 0.125 49.172 5.546
Si 2.783 51.879 5.499
Si 0.057 54.611 5.574
Si 2.822 57.394 5.48
Si 0.094 60.112 5.489
Si 2.792 62.89 5.391
Si 5.544 65.579 5.346
Si 8.241 2.737 5.34
Si 5.532 5.451 5.335
Si 8.188 8.208 5.415
Si 5.432 10.946 5.346
Si 8.143 13.703 5.453
Si 5.368 16.461 5.416
Si 8.114 19.202 5.498
Si 5.369 21.96 5.504
Si 8.073 24.698 5.529
Si 5.359 27.449 5.494
Si 8.094 30.176 5.487
Si 5.441 32.836 5.511
Si 8.206 35.522 5.536
Si 5.455 38.268 5.597
Si 8.197 40.968 5.591
Si 5.444 43.739 5.575
Si 8.238 46.45 5.585
Si 5.535 49.141 5.509
Si 8.263 51.871 5.506
Si 5.504 54.657 5.444
Si 8.201 57.396 5.446
Si 5.537 60.138 5.375
Si 8.219 62.864 5.36
Si 10.953 65.592 5.415
Si 13.713 2.778 5.464
Si 10.959 5.471 5.404
Si 13.724 8.223 5.408
Si 10.948 10.949 5.452
Si 13.671 13.707 5.451
Si 10.892 16.468 5.502
Si 13.615 19.238 5.49
Si 10.851 21.967 5.511
Si 13.592 24.668 5.551
Si 10.8 27.428 5.56
Si 13.579 30.136 5.605
Si 10.826 32.908 5.489
Si 13.547 35.595 5.47
Si 10.966 38.196 5.498
Si 13.713 40.916 5.563
Si 10.997 43.683 5.616
Si 13.801 46.384 5.622
Si 10.995 49.167 5.585
Si 13.721 51.866 5.579
Si 10.962 54.598 5.512
Si 13.696 57.366 5.538
Si 10.933 60.146 5.458
Si 13.691 62.908 5.469
Si 1.437 1.389 6.753
Si 4.161 4.109 6.734
Si 1.428 6.879 6.729
Si 4.1 9.577 6.742
Si 1.357 12.326 6.77
Si 4.038 15.063 6.781
Si 1.304 17.797 6.83
Si 4.021 20.549 6.836
Si 1.297 23.3 6.847
Si 4.02 26.043 6.853
Si 1.337 28.743 6.905
Si 4.086 31.472 6.898
Si 1.312 34.19 6.939
Si 4.069 36.896 6.924
Si 1.315 39.602 6.915
Si 4.079 42.355 6.923
Si 1.442 45.072 6.891
Si 4.176 47.793 6.899
Si 1.442 50.552 6.92
Si 4.149 53.285 6.839
Si 1.436 56.037 6.866
Si 4.183 58.794 6.807
Si 1.441 61.53 6.81
Si 4.165 64.25 6.753
Si 6.876 1.366 6.726
Si 9.585 4.094 6.756
Si 6.842 6.816 6.759
Si 9.56 9.571 6.786
Si 6.783 12.295 6.769
Si 9.515 15.069 6.822
Si 6.752 17.797 6.818
Si 9.498 20.565 6.857
Si 6.743 23.301 6.881
Si 9.462 26.032 6.9
Si 6.753 28.786 6.864
Si 9.491 31.509 6.863
Si 6.814 34.178 6.894
Si 9.582 36.877 6.898
Si 6.83 39.619 6.951
Si 9.588 42.328 6.938
Si 6.847 45.086 6.927
Si 9.613 47.812 6.939
Si 6.872 50.537 6.881
Si 9.596 53.259 6.89
Si 6.848 56.034 6.832
Si 9.572 58.767 6.82
Si 6.868 61.515 6.768
Si 9.571 64.23 6.767
Si 12.324 1.371 6.78
Si 15.104 4.153 6.777
Si 12.336 6.843 6.765
Si 15.075 9.602 6.766
Si 12.312 12.322 6.81
Si 15.016 15.075 6.821
Si 12.267 17.838 6.849
Si 14.989 20.581 6.857
Si 12.227 23.297 6.897
Si 14.983 26.03 6.89
Si 12.208 28.752 6.923
Si 14.962 31.494 6.941
Si 12.229 34.217 6.876
Si 14.95 36.904 6.882
Si 12.311 39.566 6.9
Si 15.072 42.314 6.918
Si 12.375 45.054 6.956
Si 15.143 47.816 6.925
Si 12.35 50.531 6.951
Si 15.073 53.266 6.927
Si 12.313 55.999 6.878
Si 15.092 58.762 6.851
Si 12.312 61.524 6.817
Si 15.086 64.269 6.804
Si 0.05 2.747 8.128
Si 2.787 0.007 8.13
Si 0.032 8.212 8.122
Si 2.775 5.478 8.103
Si 16.388 13.681 8.157
Si 2.732 10.942 8.124
Si 16.356 19.182 8.196
Si 2.685 16.421 8.174
Si 16.35 24.653 8.239
Si 2.665 21.919 8.205
Si 16.362 30.113 8.259
Si 2.686 27.377 8.268
Si 16.341 35.562 8.269
Si 2.706 32.82 8.268
Si 0.006 40.97 8.311
Si 2.706 38.259 8.28
Si 0.082 46.433 8.278
Si 2.759 43.722 8.305
Si 0.054 51.912 8.277
Si 2.808 49.173 8.262
Si 0.053 57.404 8.226
Si 2.791 54.659 8.226
Si 0.043 62.887 8.168
Si 2.797 60.156 8.181
Si 5.503 2.725 8.115
Si 8.215 0.003 8.135
Si 5.464 8.193 8.117
Si 8.213 5.455 8.132
Si 5.424 13.681 8.135
Si 8.175 10.937 8.138
Si 5.402 19.176 8.187
Si 8.14 16.432 8.177
Si 5.384 24.674 8.23
Si 8.132 21.927 8.221
Si 5.425 30.115 8.281
Si 8.111 27.411 8.245
Si 5.454 35.536 8.272
Si 8.158 32.83 8.283
Si 5.458 40.994 8.288
Si 8.217 38.243 8.275
Si 5.507 46.448 8.302
Si 8.22 43.711 8.282
Si 5.508 51.929 8.229
Si 8.235 49.191 8.276
Si 5.505 57.418 8.207
Si 8.22 54.669 8.214
Si 5.502 62.88 8.15
Si 8.215 60.156 8.176
Si 10.944 2.731 8.143
Si 13.698 0.019 8.159
Si 10.944 8.196 8.134
Si 13.698 5.48 8.143
Si 10.911 13.686 8.156
Si 13.685 10.94 8.152
Si 10.879 19.187 8.205
Si 13.64 16.441 8.184
Si 10.857 24.666 8.247
Si 13.611 21.921 8.232
Si 10.852 30.141 8.253
Si 13.606 27.385 8.254
Si 10.912 35.54 8.302
Si 13.592 32.86 8.272
Si 10.959 40.949 8.276
Si 13.651 38.245 8.308
Si 10.988 46.438 8.286
Si 13.722 43.678 8.301
Si 10.972 51.922 8.278
Si 13.74 49.167 8.284
Si 10.942 57.405 8.204
Si 13.698 54.661 8.257
Si 10.938 62.891 8.172
Si 13.695 60.151 8.18
Si 1.409 4.114 9.496
Si 4.136 1.375 9.511
Si 1.378 9.572 9.507
Si 4.115 6.829 9.505
Si 1.339 15.042 9.539
Si 4.083 12.302 9.512
Si 1.318 20.538 9.571
Si 4.051 17.789 9.544
Si 1.32 26.001 9.614
Si 4.037 23.278 9.58
Si 1.342 31.454 9.63
Si 4.063 28.733 9.63
Si 1.34 36.894 9.638
Si 4.086 34.172 9.635
Si 1.387 42.345 9.652
Si 4.094 39.616 9.639
Si 1.431 47.82 9.636
Si 4.135 45.084 9.658
Si 1.413 53.312 9.612
Si 4.151 50.569 9.616
Si 1.413 58.802 9.567
Si 4.137 56.056 9.585
Si 1.407 64.267 9.524
Si 4.139 61.535 9.553
Si 6.85 4.089 9.509
Si 9.576 1.365 9.518
Si 6.824 9.553 9.503
Si 9.576 6.823 9.504
Si 6.789 15.038 9.523
Si 9.546 12.301 9.511
Si 6.775 20.534 9.563
Si 9.516 17.794 9.545
Si 6.766 26.02 9.603
Si 9.505 23.28 9.595
Si 6.804 31.459 9.647
Si 9.504 28.752 9.613
Si 6.836 36.888 9.637
Si 9.541 34.173 9.652
Si 6.848 42.348 9.643
Si 9.582 39.604 9.647
Si 6.873 47.826 9.646
Si 9.601 45.076 9.636
Si 6.862 53.31 9.598
Si 9.6 50.563 9.637
Si 6.86 58.798 9.57
Si 9.58 56.047 9.585
Si 6.852 64.256 9.527
Si 9.578 61.525 9.551
Si 12.319 4.102 9.505
Si 15.071 1.39 9.512
Si 12.307 9.564 9.508
Si 15.063 6.846 9.505
Si 12.274 15.052 9.531
Si 15.031 12.309 9.529
Si 12.25 20.539 9.58
Si 15.001 17.801 9.558
Si 12.245 26.011 9.609
Si 14.986 23.278 9.594
Si 12.245 31.472 9.627
Si 14.993 28.738 9.612
Si 12.289 36.886 9.669
Si 14.995 34.187 9.638
Si 12.327 42.321 9.643
Si 15.035 39.606 9.661
Si 12.354 47.812 9.641
Si 15.092 45.073 9.636
Si 12.331 53.307 9.631
Si 15.084 50.556 9.642
Si 12.319 58.788 9.558
Si 15.069 56.052 9.598
Si 12.319 64.261 9.53
Si 15.062 61.529 9.543
Si 0.022 0.015 10.894
Si 2.755 2.734 10.883
Si 0.018 5.461 10.871
Si 2.737 8.189 10.874
Si 16.399 10.926 10.881
Si 2.716 13.665 10.887
Si 16.374 16.416 10.904
Si 2.694 19.16 10.918
Si 16.36 21.902 10.944
Si 2.689 24.633 10.969
Si 16.361 27.368 10.975
Si 2.704 30.091 10.999
Si 16.378 32.819 10.988
Si 2.721 35.534 10.998
Si 0.003 38.252 11.024
Si 2.75 40.98 11.015
Si 0.034 43.712 11.017
Si 2.776 46.456 11.013
Si 0.052 49.187 10.993
Si 2.776 51.939 10.976
Si 0.032 54.685 10.968
Si 2.763 57.43 10.948
Si 0.023 60.169 10.928
Si 2.755 62.9 10.917
Si 5.48 0.007 10.905
Si 8.205 2.724 10.896
Si 5.474 5.452 10.88
Si 8.197 8.184 10.874
Si 5.455 10.924 10.872
Si 8.175 13.669 10.878
Si 5.432 16.413 10.893
Si 8.157 19.164 10.914
Si 5.417 21.906 10.932
Si 8.145 24.649 10.958
Si 5.425 27.37 10.996
Si 8.165 30.096 11.012
Si 5.446 32.816 11.015
Si 8.19 35.534 11.023
Si 5.472 38.255 11.001
Si 8.217 40.978 11.002
Si 5.498 43.714 11.014
Si 8.241 46.452 10.999
Si 5.506 49.205 10.995
Si 8.228 51.95 10.977
Si 5.497 54.689 10.96
Si 8.221 57.431 10.947
Si 5.49 60.169 10.938
Si 8.209 62.895 10.919
Si 10.941 0.008 10.902
Si 13.682 2.737 10.884
Si 10.938 5.454 10.881
Si 13.672 8.191 10.877
Si 10.922 10.925 10.873
Si 13.648 13.673 10.888
Si 10.9 16.419 10.895
Si 13.629 19.163 10.925
Si 10.886 21.908 10.942
Si 13.622 24.641 10.961
Si 10.884 27.381 10.969
Si 13.628 30.101 10.976
Si 10.905 32.816 11.021
Si 13.657 35.532 11.031
Si 10.938 38.253 11.031
Si 13.684 40.973 11.025
Si 10.965 43.703 10.997
Si 13.718 46.441 10.996
Si 10.978 49.192 10.989
Si 13.706 51.938 10.988
Si 10.952 54.694 10.968
Si 13.686 57.433 10.947
Si 10.949 60.163 10.927
Si 13.683 62.896 10.91
Si 1.382 1.378 12.273
Si 4.111 4.092 12.268
Si 1.374 6.821 12.251
Si 4.099 9.552 12.247
Si 1.357 12.292 12.252
Si 4.079 15.035 12.255
Si 1.335 17.781 12.275
Si 4.061 20.524 12.289
Si 1.325 23.258 12.321
Si 4.063 25.987 12.342
Si 1.337 28.715 12.347
Si 4.083 31.44 12.368
Si 1.36 34.162 12.36
Si 4.105 36.886 12.365
Si 1.388 39.61 12.375
Si 4.13 42.343 12.369
Si 1.405 45.085 12.366
Si 4.14 47.836 12.36
Si 1.408 50.573 12.347
Si 4.132 53.324 12.333
Si 1.388 56.071 12.326
Si 4.117 58.811 12.315
Si 1.377 61.548 12.301
Si 4.109 64.268 12.298
Si 6.838 1.369 12.286
Si 9.571 4.091 12.266
Si 6.837 6.815 12.257
Si 9.562 9.551 12.248
Si 6.821 12.289 12.244
Si 9.541 15.036 12.251
Si 6.8 17.779 12.264
Si 9.525 20.525 12.289
Si 6.788 23.262 12.309
Si 9.526 26.001 12.328
Si 6.804 28.719 12.366
Si 9.548 31.443 12.379
Si 6.827 34.165 12.382
Si 9.572 36.885 12.388
Si 6.85 39.613 12.368
Si 9.593 42.343 12.364
Si 6.871 45.086 12.362
Si 9.61 47.824 12.352
Si 6.868 50.582 12.348
Si 9.589 53.327 12.338
Si 6.855 56.07 12.323
Si 9.581 58.808 12.314
Si 6.844 61.543 12.31
Si 9.573 64.263 12.291
Si 12.309 1.377 12.267
Si 15.049 4.099 12.254
Si 12.304 6.82 12.251
Si 15.031 9.555 12.249
Si 12.285 12.292 12.249
Si 15.01 15.039 12.262
Si 12.264 17.782 12.272
Si 14.995 20.526 12.297
Si 12.259 23.264 12.314
Si 14.998 25.994 12.33
Si 12.269 28.726 12.339
Si 15.014 31.445 12.347
Si 12.295 34.16 12.383
Si 15.046 36.882 12.385
Si 12.32 39.609 12.387
Si 15.064 42.343 12.371
Si 12.34 45.075 12.353
Si 15.08 47.821 12.353
Si 12.338 50.57 12.35
Si 15.066 53.321 12.344
Si 12.315 56.074 12.329
Si 15.046 58.816 12.312
Si 12.309 61.542 12.296
Si 15.047 64.27 12.279
Si 16.401 2.732 13.643
Si 2.729 0.015 13.674
Si 16.394 8.179 13.614
Si 2.727 5.448 13.633
Si 16.387 13.661 13.612
Si 2.726 10.918 13.609
Si 16.373 19.152 13.643
Si 2.715 16.405 13.62
Si 16.368 24.625 13.689
Si 2.703 21.887 13.669
Si 16.38 30.079 13.711
Si 2.703 27.348 13.712
Si 0.014 35.518 13.744
Si 2.723 32.801 13.733
Si 0.03 40.978 13.732
Si 2.753 38.246 13.742
Si 0.039 46.456 13.72
Si 2.769 43.715 13.723
Si 0.031 51.943 13.703
Si 2.769 49.204 13.716
Si 0.007 57.445 13.684
Si 2.755 54.696 13.69
Si 16.4 62.911 13.675
Si 2.739 60.182 13.679
Si 5.461 2.726 13.662
Si 8.198 0.008 13.671
Si 5.46 8.18 13.621
Si 8.193 5.446 13.642
Si 5.457 13.663 13.607
Si 8.188 10.919 13.614
Si 5.443 19.151 13.633
Si 8.18 16.411 13.618
Si 5.438 24.62 13.697
Si 8.167 21.894 13.661
Si 5.446 30.077 13.738
Si 8.18 27.355 13.722
Si 5.467 35.528 13.744
Si 8.195 32.804 13.752
Si 5.491 40.978 13.737
Si 8.215 38.256 13.746
Si 5.501 46.458 13.713
Si 8.232 43.714 13.725
Si 5.496 51.955 13.702
Si 8.236 49.202 13.699
Si 5.483 57.443 13.684
Si 8.217 54.703 13.696
Si 5.469 62.907 13.684
Si 8.209 60.177 13.684
Si 10.931 2.726 13.647
Si 13.667 0.016 13.654
Si 10.926 8.178 13.623
Si 13.666 5.449 13.626
Si 10.914 13.664 13.613
Si 13.653 10.915 13.615
Si 10.902 19.155 13.64
Si 13.641 16.411 13.625
Si 10.901 24.633 13.682
Si 13.633 21.894 13.667
Si 10.925 30.079 13.732
Si 13.639 27.358 13.699
Si 10.944 35.524 13.751
Si 13.671 32.797 13.738
Si 10.959 40.985 13.738
Si 13.692 38.247 13.747
Si 10.973 46.449 13.712
Si 13.704 43.715 13.726
Si 10.959 51.95 13.695
Si 13.707 49.193 13.708
Si 10.941 57.447 13.697
Si 13.682 54.698 13.696
Si 10.936 62.903 13.673
Si 13.668 60.184 13.685
Si 1.359 4.091 15.022
Si 4.089 1.376 15.058
Si 1.36 9.545 14.972
Si 4.094 6.813 14.998
Si 1.354 15.028 14.977
Si 4.093 12.291 14.967
Si 1.334 20.514 15.019
Si 4.083 17.773 14.985
Si 1.336 25.977 15.067
Si 4.072 23.243 15.049
Si 1.354 31.426 15.085
Si 4.075 28.702 15.086
Si 1.394 36.873 15.108
Si 4.101 34.153 15.102
Si 1.406 42.344 15.081
Si 4.128 39.609 15.103
Si 1.406 47.826 15.078
Si 4.136 45.086 15.074
Si 1.394 53.321 15.06
Si 4.136 50.58 15.067
Si 1.363 58.824 15.052
Si 4.115 56.075 15.049
Si 1.349 64.277 15.066
Si 4.093 61.551 15.061
Si 6.828 4.087 15.037
Si 9.564 1.374 15.041
Si 6.823 9.551 14.988
Si 9.564 6.812 15.008
Si 6.822 15.032 14.975
Si 9.554 12.291 14.981
Si 6.807 20.512 15.012
Si 9.539 17.78 14.995
Si 6.813 25.977 15.071
Si 9.536 23.257 15.034
Si 6.828 31.429 15.104
Si 9.564 28.707 15.092
Si 6.852 36.883 15.105
Si 9.587 34.152 15.113
Si 6.862 42.35 15.091
Si 9.599 39.617 15.102
Si 6.87 47.831 15.06
Si 9.606 45.082 15.079
Si 6.854 53.331 15.064
Si 9.599 50.574 15.056
Si 6.836 58.817 15.058
Si 9.569 56.08 15.068
Si 6.829 64.27 15.066
Si 9.564 61.551 15.06
Si 12.303 4.086 15.014
Si 15.028 1.379 15.032
Si 12.295 9.541 14.993
Si 15.031 6.813 14.994
Si 12.275 15.038 14.983
Si 15.024 12.285 14.974
Si 12.265 20.518 15.017
Si 15.006 17.778 14.995
Si 12.275 25.987 15.058
Si 14.998 23.255 15.042
Si 12.311 31.425 15.1
Si 15.017 28.709 15.07
Si 12.337 36.872 15.105
Si 15.059 34.143 15.104
Si 12.343 42.346 15.09
Si 15.079 39.605 15.096
Si 12.342 47.818 15.07
Si 15.08 45.083 15.079
Si 12.315 53.323 15.062
Si 15.073 50.564 15.07
Si 12.29 58.831 15.07
Si 15.038 56.083 15.057
Si 12.293 64.28 15.046
Si 15.02 61.565 15.062

Results
total energy: -473002.861 eV
total energy less fixed offsets of O -438.35, Si -107.03 eV per atom: 12.539 eV

Forces (eV/angstrom) on atoms 357 to 1634 of the 2364, counted in the order above; the others are left out for length: element, x, y, z
Si 0.005 -0.004 0.003
Si -0.025 -0.004 -0.005
Si -0.005 0.019 0.017
Si -0.037 0.021 0.008
Si 0.018 -0.019 0.001
Si 0.009 -0.029 0.003
Si 0.005 0.009 -0.011
Si 0.01 -0.03 -0.014
Si -0.014 0.044 -0.012
Si -0.011 0.006 -0.002
Si 0.02 0.033 -0.003
Si 0.013 0.028 0.005
Si -0.027 -0.049 0.016
Si -0.004 -0.008 0.022
Si 0.034 -0.023 0.012
Si 0.026 0.016 0.008
Si -0.003 0.009 0.007
Si 0.031 0.058 -0.001
Si -0.009 -0.009 0.007
Si 0.012 -0.003 -0.001
Si -0.029 -0.004 0.006
Si -0.01 0.032 -0.019
Si -0.02 0.014 0.002
Si -0.017 0.008 -0.003
Si -0.026 -0.015 -0.016
Si -0.005 -0.005 -0.006
Si -0.001 0.002 0.006
Si 0.002 -0.01 -0.001
Si -0.003 0.004 0.021
Si -0.023 0.029 0.007
Si 0.019 0.017 0.021
Si 0.011 0.028 0.007
Si 0.012 0.005 -0.009
Si 0.05 0.004 -0.007
Si -0.011 -0.016 0
Si 0.04 0.011 -0.012
Si -0.007 0.006 -0.006
Si -0.017 -0.002 0.004
Si 0.001 -0.002 0.014
Si -0.005 -0.006 0.013
Si -0.009 0.015 -0.009
Si -0.003 0.01 -0.004
Si 0.036 0.01 -0.005
Si -0.01 -0.01 0.002
Si 0.042 0.006 -0.007
Si 0.005 -0.019 -0.006
Si -0.001 0.021 -0.022
Si 0.008 0.024 0.005
Si -0.037 -0.07 -0.01
Si -0.027 -0.058 -0.012
Si -0.009 -0.011 -0.016
Si -0.014 -0.017 -0.022
Si -0.017 -0.025 -0.011
Si -0.012 -0.008 -0.008
Si -0.066 -0.002 -0.005
Si 0.009 0.019 0.016
Si -0.016 -0.028 0
Si -0.035 -0.013 0.016
Si 0.019 0.013 0.009
Si 0.009 -0.009 0.002
Si -0.001 0.01 -0.011
Si 0.046 0.004 -0.009
Si 0.008 0.03 -0.002
Si -0.022 0.021 -0.003
Si -0.022 0.057 0.015
Si -0.022 -0.003 0
Si -0.039 0.021 -0.002
Si -0.021 0.01 -0.005
Si -0.017 0.01 0.009
Si -0.047 -0.005 0.003
Si -0.037 0.013 0.001
Si -0.01 -0.031 -0.027
Si 0.045 0.023 -0.019
Si 0.033 -0.004 -0.002
Si 0.04 -0.024 -0.006
Si 0.028 -0.029 0.008
Si -0.022 0.01 0.008
Si 0.04 0.018 -0.012
Si 0.028 -0.002 -0.012
Si -0.013 0.065 0.003
Si 0.021 -0.122 -0.028
Si 0.017 0.011 0.032
Si 0.008 -0.004 -0.006
Si -0.01 -0.027 -0.022
Si -0.037 0.045 -0.023
Si 0.008 0.039 -0.004
Si -0.012 0.041 0.013
Si -0.008 0.024 -0.036
Si 0.009 0.044 -0.011
Si 0.061 0.001 0.005
Si -0.045 -0.022 0.013
Si 0.039 -0.041 0.002
Si 0.007 0.011 0.021
Si 0.001 -0.008 0.016
Si -0.055 0.053 0.025
Si 0.028 -0.079 0.014
Si 0.009 -0.026 -0.011
Si -0.009 0.005 0.011
Si 0.015 0.006 -0.029
Si 0.04 -0.017 -0.018
Si -0.029 0.038 -0.015
Si 0.023 -0.049 0.003
Si -0.002 0.086 -0.006
Si 0.035 -0.033 -0.039
Si -0.002 -0.024 0.019
Si 0.043 -0.007 0.02
Si 0.01 0.029 0.01
Si -0.026 0.004 0.033
Si 0.044 -0.054 -0.005
Si -0.039 -0.001 0.032
Si 0.013 0.019 -0.028
Si -0.029 -0.015 -0.003
Si 0.086 -0.028 0.006
Si -0.038 0.021 -0.003
Si 0.028 -0.014 0.023
Si -0.049 0.008 0.006
Si 0.008 0.049 0.041
Si -0.044 0.008 -0.007
Si 0.039 -0.037 0.01
Si 0.04 0.052 0.009
Si -0.037 -0.002 0.039
Si 0.033 0.069 -0.003
Si -0.01 -0.006 -0.015
Si -0.008 0.048 0.044
Si -0.016 -0.024 -0.02
Si -0.057 0.037 0.014
Si 0.029 -0.019 -0.029
Si 0.037 -0.01 0.013
Si -0.04 -0.01 -0.008
Si -0.074 0.067 0.007
Si -0.038 0.027 0.022
Si 0.031 -0.029 0.006
Si -0.017 -0.073 0.026
Si 0.028 0.012 0.024
Si -0.041 -0.006 -0.009
Si -0.034 -0.053 0.024
Si -0.035 -0.059 -0.026
Si 0.037 -0.053 -0.027
Si 0.028 -0.066 0.007
Si -0.037 -0.023 0.02
Si -0.001 0.058 -0.016
Si 0.027 -0.021 -0.01
Si 0.06 -0.033 0.022
Si 0.075 -0.027 -0.006
Si 0.03 -0.027 0.03
Si -0.033 -0.003 0.026
Si -0.026 0.046 0.045
Si -0.036 0.017 -0.011
Si 0.08 -0.031 0.069
Si -0.013 -0.085 0
Si -0.045 0.021 0.05
Si 0.011 -0.068 0.062
Si 0.043 0.012 0.014
Si 0.014 0.011 0.002
Si -0.062 -0.029 0.018
Si -0.017 -0.045 0.056
Si 0 -0.091 0.044
Si -0.008 -0.047 -0.038
Si -0.002 -0.008 0.1
Si 0.044 -0.03 0.055
Si -0.03 0.003 -0.001
Si -0.042 -0.004 0.041
Si 0.037 0.02 0.075
Si 0.014 0.016 0.025
Si -0.031 0.083 -0.027
Si -0.013 -0.011 0.06
Si 0.033 -0.033 -0.009
Si 0.015 0.108 0.012
Si -0.056 0.005 0.048
Si 0.028 -0.055 0.022
Si -0.04 -0.05 0.006
Si 0.023 0.017 0.019
Si 0.055 -0.005 0.039
Si -0.019 0.06 0.033
Si -0.054 -0.072 0.009
Si 0.012 0.029 0.036
Si 0 0.029 0.025
Si 0.013 0.031 -0.046
Si 0.013 0.016 -0.009
Si 0.057 0.054 0.024
Si -0.002 0.017 -0.009
Si 0.038 0.065 0.027
Si 0.031 -0.051 -0.027
Si 0.02 0.049 0.009
Si 0.009 0.017 -0.059
Si 0.056 0.06 -0.042
Si 0.043 -0.002 -0.043
Si 0.026 0.012 -0.033
Si 0.002 -0.071 0.046
Si -0.006 0.047 0.003
Si -0.066 -0.008 0.033
Si -0.037 -0.019 0.012
Si 0.005 -0.058 0.061
Si -0.058 -0.06 -0.056
Si -0.043 0.044 0.023
Si -0.014 -0.054 0.033
Si -0.044 0.042 0.051
Si 0.066 -0.023 0.059
Si -0.017 -0.008 -0.038
Si -0.052 0.03 0.044
Si -0.027 -0.034 0.059
Si 0.058 0.136 -0.056
Si -0.043 -0.004 0.03
Si -0.009 0.071 0.023
Si 0.046 0.065 0.054
Si 0.034 -0.032 -0.015
Si -0.067 0.04 0.053
Si 0.002 0.021 0.131
Si 0.045 0.031 0.028
Si -0.061 0.034 0.078
Si -0.039 -0.023 0.029
Si 0.054 0.014 0
Si -0.106 -0.051 -0.014
Si -0.012 -0.007 0.059
Si 0.059 0.092 -0.042
Si -0.058 -0.007 -0.041
Si -0.023 -0.002 -0.022
Si 0.035 0.042 -0.041
Si 0.006 -0.065 0.049
Si -0.005 0.038 0.072
Si 0.011 0.068 0.07
Si -0.08 0.082 0.031
Si -0.024 0.05 0.065
Si 0.061 -0.003 0.024
Si 0.033 0.016 0.102
Si -0.033 0.035 0.139
Si -0.029 -0.114 0.004
Si 0.069 0.131 0.026
Si -0.065 0.048 0.06
Si -0.084 0.071 0.047
Si -0.002 0.023 0.007
Si 0.074 0.141 0.024
Si 0.037 -0.093 -0.027
Si 0.055 0.087 0
Si -0.051 -0.065 0.226
Si -0.035 0.038 0.111
Si 0.022 -0.031 -0.006
Si 0.034 -0.08 0.041
Si 0.082 -0.153 0.039
Si -0.03 -0.006 0.123
Si -0.129 -0.061 0.006
Si -0.042 -0.007 -0.005
Si 0.098 -0.081 -0.01
Si 0.073 0.051 0.046
Si 0.032 -0.036 0.063
Si -0.004 0.042 0.041
Si -0.044 0.117 0.016
Si -0.002 0.111 0.035
Si 0.031 0.053 -0.001
Si 0.09 -0.066 0.013
Si 0.01 -0.007 0.16
Si -0.024 -0.049 0.075
Si 0.06 0.053 0.02
Si 0.01 -0.101 0.071
Si -0.062 0.077 0.019
Si 0.002 -0.018 0.063
Si -0.038 0.006 0.066
Si -0.007 -0.078 -0.064
Si 0.134 -0.034 0.015
Si -0.135 -0.021 0.029
Si -0.007 0.046 0.067
Si 0.058 0.096 0.154
Si -0.009 -0.026 0.046
Si 0.121 -0.003 0.027
Si -0.015 0.049 0.161
Si -0.047 -0.003 0.106
Si -0.015 0.118 -0.012
Si 0.047 -0.074 0.003
Si -0.024 -0.017 0.005
Si -0.001 -0.073 0.102
Si -0.03 -0.081 0.043
Si 0.02 -0.054 0.098
Si -0.013 0.006 0.018
Si 0.066 -0.177 -0.02
Si -0.064 0.049 0.021
Si 0.13 -0.056 0.02
Si 0.057 -0.03 -0.014
Si -0.038 0.008 0.039
Si -0.068 -0.143 0.002
Si 0.094 -0.059 -0.011
Si -0.055 -0.033 0.164
Si -0.028 -0.033 0.12
Si -0.054 -0.033 -0.016
Si -0.097 0.008 0.044
Si 0.053 -0.036 0.026
Si 0.088 0.031 0.016
Si -0.037 0.044 0.096
Si 0.019 -0.002 0.015
Si 0.038 0.075 0.165
Si -0.018 -0.041 0.104
Si 0.019 0.078 0.122
Si -0.054 -0.009 0.196
Si -0.19 0.098 -0.088
Si 0.017 0.03 -0.162
Si -0.036 -0.008 0.094
Si 0.03 0.001 0.016
Si 0.062 0.044 -0.178
Si -0.107 -0.107 0.066
Si 0.076 -0.082 0.08
Si 0.09 -0.109 -0.135
Si -0.106 0.005 -0.144
Si -0.009 0.039 -0.063
Si 0.122 -0.108 0.04
Si -0.035 0.005 -0.066
Si -0.026 -0.011 0.11
Si -0.086 0.04 -0.092
Si -0.078 -0.195 0.022
Si -0.053 0.039 0.012
Si 0.008 0.009 0.118
Si 0.045 0.018 -0.042
Si 0.143 0.031 -0.055
Si -0.152 0.119 -0.124
Si 0.233 -0.074 0.08
Si -0.012 0.005 0.114
Si 0.078 -0.002 -0.085
Si 0.02 -0.1 -0.213
Si 0.083 -0.071 -0.159
Si -0.029 0.001 0.093
Si -0.027 -0.044 0.073
Si -0.132 -0.035 -0.228
Si -0.036 0.075 0.006
Si -0.068 0.14 0.012
Si 0.085 0.064 0.181
Si -0.176 0.029 0.156
Si 0.048 -0.12 -0.168
Si 0.113 0.093 -0.082
Si -0.004 -0.013 -0.18
Si 0.138 0.015 -0.172
Si 0.116 0.042 -0.186
Si 0.037 -0.122 -0.038
Si 0.007 0.059 -0.25
Si -0.042 0.028 -0.121
Si 0.05 0.038 -0.107
Si -0.081 -0.014 0.013
Si 0.134 -0.17 0.09
Si 0.142 0.168 0.085
Si -0.15 -0.14 -0.047
Si 0.093 -0.032 -0.039
Si -0.022 0.031 0.068
Si -0.045 0.025 -0.004
Si -0.014 -0.004 0.044
Si -0.024 0.103 0.131
Si 0.155 -0.106 -0.095
Si 0.062 -0.085 -0.066
Si 0.058 0.03 -0.211
Si -0.079 0.013 -0.041
Si 0.013 -0.048 0.004
Si -0.012 0.11 -0.233
Si -0.018 0.029 0.025
Si 0.065 -0.066 0.041
Si -0.078 0.033 0.179
Si -0.107 0.106 0.022
Si 0.03 -0.069 0.07
Si 0.116 0.087 -0.054
Si 0.142 -0.069 0.094
Si 0.083 -0.034 0.073
Si -0.021 -0.176 -0.01
Si 0.07 -0.004 -0.201
Si -0.114 -0.01 -0.153
Si 0.066 0.045 -0.036
Si -0.15 -0.046 -0.198
Si -0.125 0.043 -0.072
Si 0.124 0.018 -0.087
Si -0.192 0.06 -0.098
Si 0.109 -0.029 0.081
Si 0.022 -0.177 0.268
Si 0.099 0.294 0.177
Si -0.013 -0.042 0.16
Si 0.259 0.065 0.197
Si 0.034 0.016 0.365
Si 0 0.102 0.31
Si 0.108 -0.127 0.133
Si -0.028 -0.056 0.242
Si -0.103 -0.026 0.347
Si -0.102 0.106 0.129
Si -0.019 -0.011 0.25
Si -0.028 0.1 0.218
Si 0.098 -0.025 0.17
Si -0.066 -0.045 0.336
Si -0.047 0.088 0.246
Si -0.047 0.026 0.277
Si 0.03 0.079 0.243
Si -0.09 -0.087 0.221
Si -0.192 0.056 0.328
Si -0.197 -0.111 0.269
Si 0.049 -0.103 0.297
Si 0.097 0.028 0.221
Si 0.031 0.086 0.401
Si 0.107 0.093 0.342
Si -0.166 -0.011 0.294
Si 0.165 -0.105 0.172
Si 0.005 -0.127 0.417
Si -0.011 0.132 0.212
Si 0.052 -0.092 0.182
Si 0.083 -0.074 0.145
Si 0.011 -0.023 0.142
Si 0.005 -0.052 0.243
Si 0.003 0.055 0.186
Si -0.05 -0.027 0.306
Si -0.055 0.147 0.306
Si 0.014 -0.03 0.163
Si 0.034 0.109 0.313
Si 0.129 0.069 0.364
Si -0.059 0.104 0.253
Si -0.048 -0.042 0.102
Si -0.103 -0.038 0.264
Si -0.093 0.113 0.38
Si 0.025 -0.177 0.12
Si -0.041 -0.055 0.223
Si 0.041 0.048 0.469
Si 0.06 0.071 0.14
Si -0.058 -0.074 0.16
Si -0.126 0.168 0.164
Si 0.058 -0.001 0.273
Si -0.01 0.084 0.291
Si -0.044 -0.016 0.271
Si 0.047 -0.178 0.239
Si -0.265 0.094 0.318
Si -0.158 0.061 0.19
Si -0.05 0.115 0.307
Si -0.047 -0.014 0.054
Si 0.128 0.005 0.243
Si -0.032 0.099 0.246
Si -0.049 -0.012 0.053
Si 0.008 -0.112 0.345
Si -0.16 0.026 0.261
Si 0.176 -0.274 0.231
Si -0.13 -0.156 0.315
Si -0.233 -0.014 0.228
Si 0.024 0.123 0.34
Si 0.205 0.236 0.243
Si 0.206 0.024 0.176
Si -0.023 -0.001 0.335
Si 0.028 0.029 0.4
Si 0.113 -0.033 0.294
Si -0.115 -0.065 0.38
Si 0.157 -0.183 -0.068
Si -0.079 -0.108 0.151
Si 0.02 -0.107 -0.29
Si -0.198 0.097 -0.089
Si -0.193 0.111 0.208
Si 0.113 -0.08 -0.124
Si -0.005 -0.052 0.073
Si 0.108 0.03 -0.065
Si 0.196 -0.128 -0.087
Si 0.003 0.061 0.139
Si 0.116 0.141 -0.22
Si 0.192 -0.059 -0.23
Si 0.35 -0.186 0.035
Si 0.159 -0.28 0.265
Si 0.137 0.014 -0.325
Si 0.048 -0.151 0.015
Si -0.122 0.103 -0.018
Si -0.21 -0.136 -0.28
Si -0.181 0.369 -0.038
Si -0.009 -0.074 -0.255
Si 0.348 -0.164 -0.361
Si 0.057 0.031 -0.505
Si -0.062 0.174 -0.068
Si -0.116 0.094 0.18
Si 0.05 0.005 -0.36
Si -0.103 -0.152 0.078
Si 0.153 0.174 0.113
Si -0.141 -0.117 0.131
Si -0.197 0.092 -0.263
Si 0.126 0.173 0.34
Si -0.195 0.243 -0.098
Si -0.024 -0.142 -0.036
Si 0.126 -0.084 0.263
Si -0.167 -0.012 0.159
Si 0.049 -0.024 0.47
Si -0.045 0.075 0.009
Si -0.044 -0.034 0.303
Si 0.136 -0.034 -0.269
Si -0.078 -0.073 0.082
Si -0.153 0.002 0.164
Si -0.006 0.122 -0.167
Si 0.071 -0.077 0
Si 0.362 0.026 -0.463
Si 0.156 0.081 -0.033
Si 0.037 0.122 -0.074
Si 0.112 -0.145 -0.223
Si -0.125 0.263 -0.097
Si 0.034 -0.011 -0.088
Si -0.194 0.179 -0.333
Si 0.16 -0.188 -0.302
Si -0.046 0.089 0.066
Si 0.05 -0.195 -0.39
Si 0.153 -0.029 0.076
Si -0.171 -0.022 0.31
Si 0.11 0.024 0.165
Si -0.053 -0.054 0.095
Si -0.129 -0.143 -0.033
Si 0.06 0.05 0.202
Si -0.078 0.022 -0.313
Si -0.11 -0.097 -0.111
Si -0.037 -0.098 -0.382
Si -0.242 -0.018 -0.303
Si -0.328 0.143 -0.314
Si -0.159 0.069 -0.369
Si -0.04 0.079 0.398
Si -0.087 0.202 -0.132
Si -0.357 0.031 -0.217
Si 0.083 0.141 0.002
Si 0.055 -0.109 -0.105
Si -0.128 -0.327 -0.223
Si -0.041 -0.099 -0.172
Si -0.046 0.087 -0.283
Si 0.061 -0.147 0.417
Si 0.243 -0.047 0.246
Si 0.063 0.048 -0.386
Si -0.095 0.018 0.47
Si 0.056 0.055 0.368
Si -0.277 0.24 0.045
Si 0.097 -0.097 0.202
Si 0.02 -0.139 -0.214
Si 0.011 0.087 0.179
Si -0.079 0.051 0.147
Si 0.008 -0.155 -0.039
Si 0.096 0.059 0.296
Si -0.05 0.009 0.223
Si 0.012 -0.278 0.147
Si -0.134 0.048 0.219
Si 0.03 0.106 0.021
Si -0.138 0.166 0.329
Si -0.219 0.072 -0.009
Si -0.059 -0.08 0.393
Si 0.023 0.006 0.126
Si 0.207 -0.269 0.266
Si -0.143 0.189 0.266
Si 0.16 -0.096 0.107
Si -0.025 0.001 0.098
Si 0.109 0.135 0.213
Si -0.03 0.096 0.342
Si 0.003 -0.198 -0.111
Si -0.153 0.087 0.018
Si -0.031 -0.208 0.1
Si 0.021 -0.034 0.114
Si -0.045 -0.186 -0.219
Si -0.161 0.189 0.354
Si -0.08 -0.072 0.068
Si 0.102 0.068 0.474
Si -0.107 0.076 0.093
Si -0.09 0.042 0.041
Si 0.034 0.225 0.056
Si 0.062 0.033 0.231
Si 0.08 -0.062 0.351
Si -0.025 0.028 0.409
Si 0.287 0.133 0.237
Si -0.082 -0.085 0.224
Si -0.015 -0.276 0.081
Si 0.116 -0.052 0.538
Si -0.166 -0.215 0.492
Si 0.092 -0.006 -0.016
Si -0.184 -0.193 0.387
Si -0.023 0.084 0.015
Si 0.122 -0.137 0.068
Si 0.412 -0.056 0.229
Si -0.214 -0.076 0.404
Si 0.041 -0.323 0.229
Si 0.206 -0.142 0.207
Si 0.034 0.052 0.154
Si 0.145 0.005 0.196
Si -0.236 -0.043 0.076
Si -0.15 0.181 0.227
Si 0.158 0.084 0.381
Si -0.064 0.081 0.231
Si 0.072 -0.048 0.365
Si 0.121 0.035 0.393
Si -0.085 0.025 0.092
Si -0.07 0.028 0.209
Si -0.066 0.081 0.266
Si 0.088 0.026 0.1
Si -0.062 -0.012 0.334
Si 0.045 -0.018 0.147
Si -0.043 -0.055 0.157
Si 0.071 -0.15 0.188
Si -0.06 0.131 -0.196
Si -0.158 0.107 -0.348
Si 0.262 -0.053 -0.063
Si 0.067 -0.129 -0.287
Si -0.013 0.187 -0.189
Si 0.018 0.059 0.001
Si 0.051 -0.039 -0.406
Si -0.024 -0.057 0.365
Si -0.188 -0.099 -0.288
Si -0.076 -0.005 0.511
Si 0.162 -0.163 0.442
Si -0.061 -0.034 -0.328
Si 0.13 -0.064 0.098
Si 0.071 0.111 -0.039
Si 0.106 -0.084 -0.19
Si 0.194 0.071 0.446
Si -0.042 -0.006 0.412
Si 0.117 -0.194 0.466
Si 0.045 -0.044 0.103
Si 0.008 -0.002 0.234
Si 0.042 -0.045 0.062
Si 0.014 -0.087 0.115
Si -0.092 -0.144 0.23
Si -0.177 0.133 0.226
Si 0.139 -0.138 0.084
Si 0.07 -0.075 0.241
Si 0.066 0.036 0.312
Si -0.036 -0.084 0.145
Si 0.075 0.094 -0.246
Si 0.001 0.019 -0.106
Si -0.119 0.075 -0.34
Si -0.074 0.193 -0.253
Si 0.007 -0.034 -0.292
Si 0.289 -0.023 0.089
Si 0.162 -0.041 0.41
Si -0.125 -0.081 -0.247
Si 0.147 0.048 -0.368
Si 0.135 0.022 0.241
Si 0.15 -0.17 0.278
Si 0.009 0.059 0.428
Si -0.053 0.169 0.406
Si 0.15 -0.046 0.354
Si -0.096 -0.198 0.304
Si -0.201 0.11 0.365
Si -0.058 0.087 -0.055
Si 0.008 0.093 0.364
Si -0.002 -0.014 0.017
Si -0.008 0.135 -0.173
Si 0.129 0.091 0.04
Si -0.041 -0.191 0.07
Si 0.033 -0.116 -0.139
Si -0.029 0.024 0.413
Si -0.079 0.151 0.034
Si -0.021 -0.102 0.118
Si -0.035 0.102 -0.287
Si 0.005 -0.018 0.496
Si 0.087 -0.091 0.332
Si -0.04 0.028 0.076
Si -0.142 0.167 -0.306
Si -0.03 0.046 -0.057
Si -0.032 -0.061 -0.14
Si -0.187 -0.144 0.196
Si 0.023 0.267 -0.244
Si -0.048 0.022 -0.11
Si -0.144 -0.166 -0.019
Si -0.116 0.131 -0.132
Si -0.029 -0.055 0.5
Si 0.144 -0.126 0.009
Si -0.313 0.015 0.445
Si 0.032 -0.083 -0.182
Si -0.118 0.205 -0.272
Si -0.11 0.008 -0.101
Si 0.032 -0.087 0.087
Si 0.163 -0.028 -0.179
Si 0.071 0.049 -0.029
Si -0.068 0.069 -0.033
Si -0.129 0.108 -0.353
Si -0.054 0.07 0.029
Si -0.141 -0.051 0.009
Si 0.007 -0.084 0.084
Si 0.234 0.026 -0.231
Si 0.008 -0.053 -0.016
Si 0.042 0.105 0.309
Si 0.097 0.113 -0.489
Si -0.194 -0.068 -0.328
Si -0.067 0 -0.004
Si 0.103 0.083 0.322
Si -0.009 0.001 -0.322
Si -0.138 -0.12 0.155
Si 0.017 0.101 0.297
Si 0.112 -0.065 -0.029
Si 0.158 -0.114 -0.438
Si -0.157 -0.02 -0.127
Si 0.089 -0.136 -0.204
Si -0.109 0.088 0.273
Si -0.187 -0.02 -0.336
Si 0.167 0.044 0.309
Si 0.118 -0.072 -0.26
Si 0.091 0.066 -0.042
Si -0.091 0.128 0.356
Si 0.096 0.179 -0.392
Si 0.061 0.131 -0.177
Si -0.01 -0.033 -0.449
Si -0.068 0.007 -0.06
Si 0.113 -0.051 -0.354
Si 0.004 -0.098 0.238
Si -0.124 0.01 0.327
Si -0.028 -0.044 0.045
Si -0.067 0 -0.316
Si -0.047 -0.054 -0.368
Si 0.144 -0.044 0.124
Si 0.158 0.044 -0.329
Si 0.113 0.001 -0.04
Si 0.028 -0.214 -0.059
Si -0.038 0.029 -0.355
Si 0.086 -0.046 0.155
Si 0.158 -0.078 -0.269
Si -0.1 0.07 -0.3
Si -0.22 -0.162 -0.41
Si -0.229 0.096 0.304
Si 0.005 -0.033 -0.075
Si -0.058 0.038 -0.383
Si -0.009 -0.053 -0.013
Si -0.101 0.072 -0.155
Si -0.044 -0.316 0.413
Si 0.036 0.155 0.38
Si 0.031 0.079 -0.166
Si 0.071 0.101 -0.373
Si -0.138 -0.227 -0.215
Si 0.183 -0.181 -0.279
Si -0.19 0.137 -0.392
Si -0.148 0.005 -0.641
Si 0.021 -0.074 -0.356
Si 0.113 0.08 -0.182
Si 0.044 0.108 -0.571
Si 0.126 0.034 0.212
Si -0.056 -0.001 -0.146
Si -0.028 0.225 -0.332
Si 0.035 -0.007 -0.263
Si -0.051 -0.129 -0.362
Si -0.084 -0.046 -0.125
Si 0.234 0.02 0.021
Si -0.086 -0.029 -0.312
Si 0.044 -0.075 -0.052
Si 0.002 0.067 0.162
Si 0.007 -0.085 0.123
Si -0.054 -0.13 0.041
Si 0.007 0.061 -0.236
Si 0.078 -0.064 -0.405
Si 0.016 0.107 -0.281
Si -0.167 0.118 -0.256
Si 0.045 -0.038 -0.024
Si -0.008 0.216 -0.093
Si 0.14 0.024 -0.39
Si 0.03 -0.137 -0.352
Si 0.227 -0.077 -0.416
Si -0.162 -0.021 -0.217
Si 0.01 -0.134 -0.259
Si -0.041 -0.069 0.153
Si -0.168 -0.13 -0.101
Si -0.078 0.156 -0.269
Si 0.018 -0.075 -0.466
Si 0.296 -0.119 -0.417
Si 0.122 0.116 -0.194
Si 0.001 0.037 -0.346
Si -0.056 -0.223 -0.263
Si -0.01 0.008 -0.283
Si -0.072 0.055 -0.191
Si 0.007 -0.077 -0.348
Si 0.073 0.09 0.056
Si -0.075 -0.098 -0.264
Si 0.101 0.02 0.259
Si 0.003 0.111 -0.099
Si -0.018 0.105 -0.18
Si 0.115 0.012 -0.036
Si -0.138 -0.219 0.075
Si -0.087 -0.095 -0.357
Si 0.092 0.07 0.044
Si -0.08 0.162 -0.305
Si 0.165 -0.114 -0.157
Si -0.191 0.153 -0.274
Si -0.156 -0.03 -0.271
Si -0.175 0.204 -0.563
Si 0.1 -0.098 -0.214
Si 0.036 -0.051 -0.393
Si -0.034 0.081 -0.212
Si -0.092 0.086 -0.373
Si -0.144 -0.026 -0.4
Si 0.041 0.234 -0.442
Si 0.015 0.021 -0.089
Si 0.002 0.003 -0.009
O 0.157 -0.039 0.284
O 0.363 -0.352 -0.007
O 0.141 -0.002 0.12
O -0.253 -0.193 0.439
O -0.198 -0.086 0.127
O 0.108 -0.055 0.223
O 0.262 -0.15 0.249
O 0.064 -0.222 0.356
O 0.194 -0.156 0.02
O 0.167 -0.001 -0.348
O -0.096 -0.021 0.567
O 0.092 -0.165 0.192
O 0.145 0.165 0.399
O 0.03 0.083 0.385
O -0.063 0.019 0.415
O -0.023 -0.331 0.53
O -0.017 -0.063 0.316
O 0.063 0.234 0.055
O -0.091 -0.043 0.328
O -0.099 0.293 0.012
O 0.091 0.217 0.389
O -0.165 0.052 -0.102
O -0.168 -0.09 0.189
O 0.066 -0.058 0.393
O -0.134 -0.042 0.409
O 0.05 -0.161 0.275
O -0.161 -0.007 0.23
O -0.088 -0.097 0.52
O -0.274 -0.104 0.28
O 0.201 0.154 0.5
O 0.134 -0.16 -0.132
O 0.04 0.212 0.28
O -0.1 0.028 -0.033
O -0.131 0.123 0.61
O -0.073 0.099 -0.037
O -0.022 -0.056 0.33
O 0.157 -0.191 0.312
O -0.085 0.117 0.202
O -0.196 -0.414 0.135
O 0.091 -0.163 -0.125
O 0.215 -0.446 -0.19
O 0.258 -0.409 -0.025
O 0.046 0.105 0.261
O -0.064 -0.049 0.396
O 0.176 -0.017 0.427
O 0.27 0.27 0.285
O 0.029 0.03 0.119
O -0.028 0.08 0.305
O 0.005 -0.304 0.319
O 0.013 0.289 0.12
O -0.314 0.149 0.228
O -0.325 0.005 0.014
O 0.036 0.042 0.125
O -0.093 -0.192 0.429
O -0.209 0.225 0.337
O 0.037 -0.175 0.234
O -0.171 0.155 0.069
O 0.041 -0.171 0.267
O -0.048 -0.241 0.109
O -0.037 0.31 0.179
O -0.207 0.139 0.103
O 0.141 0.346 0.093
O -0.085 0.056 0.525
O 0.114 -0.192 0.21
O -0.115 -0.076 0.326
O -0.201 -0.012 0.231
O -0.018 0.181 0.128
O 0.184 -0.103 0.398
O 0.213 -0.178 0.439
O 0.327 -0.045 0.182
O 0.07 0.203 -0.182
O 0.196 -0.061 0.041
O 0.1 -0.069 0.306
O -0.048 0.364 0.334
O 0.16 -0.164 0.21
O 0.402 -0.281 0.227
O -0.224 -0.188 0.631
O -0.08 -0.211 0.352
O 0.099 0.197 -0.021
O -0.151 0.158 0.099
O 0.01 -0.178 -0.108
O -0.088 -0.178 0.082
O -0.379 -0.196 0.459
O -0.058 -0.248 0.154
O -0.016 -0.096 0.246
O 0.176 -0.161 0.275
O -0.207 -0.218 0.07
O -0.086 0.059 0.072
O -0.09 0.032 0.207
O 0.078 -0.092 0.105
O -0.068 0.237 -0.087
O 0.024 0.045 0.205
O 0.124 0.358 0.019
O -0.021 0.035 0.183
O -0.001 0.237 0.129
O -0.165 -0.085 -0.232
O 0.225 0.154 0.168
O 0.027 0.01 0.219
O -0.206 0.082 0.122
O 0.248 -0.434 0.381
O 0.272 -0.275 0.062
O -0.144 -0.03 0.09
O -0.221 -0.22 0.176
O 0.104 -0.154 0.599
O -0.093 -0.199 0.128
O 0.015 -0.112 -0.043
O 0.051 0.078 0.503
O 0.197 -0.055 0.082
O 0.046 -0.167 0.009
O -0.049 -0.003 0.553
O -0.282 0.149 0.425
O 0.045 -0.098 0.068
O 0.24 0.011 -0.25
O 0.267 -0.243 0.223
O 0.121 -0.261 0.591
O 0.045 0.258 0.213
O -0.22 0.236 -0.049
O -0.276 -0.156 0.515
O 0.174 -0.08 -0.07
O -0.081 -0.217 0.052
O -0.201 0.002 0.167
O 0.146 -0.411 0.194
O 0.307 -0.228 0.204
O 0.128 -0.018 0.284
O 0.342 -0.043 0.465
O -0.023 -0.276 0.113
O -0.354 0.237 0.362
O 0.195 -0.097 0.576
O -0.331 0.117 0.487
O 0.153 -0.236 0.151
O 0.044 0.028 0.237
O 0.264 0.032 0.141
O 0.213 0.22 0.071
O -0.241 -0.321 0.282
O -0.199 0.064 0.206
O -0.022 0.154 0.211
O -0.458 0.52 0.463
O -0.234 0.001 0.381
O 0.118 -0.287 0.26
O -0.056 0.135 0.639
O -0.023 0.306 -0.123
O -0.099 0.084 -0.401
O -0.135 -0.156 -0.013
O -0.155 0.024 -0.402
O 0.38 -0.091 -0.439
O 0.015 0.123 -0.206
O 0.088 0.246 -0.365
O -0.101 -0.011 -0.017
O -0.141 0.185 0.031
O 0.013 -0.013 -0.145
O -0.03 0.233 -0.388
O 0.277 -0.029 -0.171
O -0.006 -0.124 -0.39
O -0.22 0.314 -0.244
O 0.064 0.256 0.143
O 0.044 -0.134 -0.089
O 0.025 -0.075 -0.215
O 0.046 -0.262 -0.16
O 0.221 0.098 -0.228
O 0.315 -0.449 -0.409
O -0.051 0.049 -0.3
O -0.05 -0.205 -0.252
O -0.384 0.161 -0.365
O 0.299 -0.314 -0.103
O 0.195 0.119 -0.812
O 0.186 -0.029 0.109
O 0.091 0.238 -0.07
O 0.192 -0.096 -0.443
O -0.378 -0.174 -0.1
O 0.146 -0.359 -0.274
O -0.214 0.124 -0.088
O -0.209 0.229 0.113
O 0.218 0.026 0.034
O 0.224 0.01 -0.64
O -0.022 0.069 -0.104
O 0.024 -0.003 -0.199
O -0.028 -0.019 -0.051
O 0.039 0.13 -0.264
O -0.107 0.332 -0.205
O 0.139 0.153 -0.407
O 0.284 -0.273 -0.491
O -0.052 -0.061 -0.139
O -0.253 0.263 -0.231
O 0.137 -0.095 0.015
O 0.179 -0.151 -0.158
O 0.162 0.083 -0.208
O -0.121 -0.147 -0.045
O 0.052 0.182 -0.426
O 0.174 0.115 -0.336
O 0.22 -0.09 -0.159
O 0.178 0.156 -0.238
O 0.021 0.158 -0.132
O -0.241 -0.314 -0.379
O 0.041 0.15 -0.197
O 0.102 0.018 -0.424
O 0.208 -0.289 0.054
O 0.02 -0.192 0.088
O -0.068 0.246 -0.415
O -0.007 0.064 -0.252
O -0.092 0.128 0.044
O -0.111 0.006 0.124
O -0.176 -0.052 -0.279
O -0.126 0.152 0.286
O -0.221 0.05 0.129
O 0.114 -0.162 -0.634
O -0.013 0.382 -0.174
O -0.029 -0.137 0.05
O 0.191 -0.133 -0.174
O -0.475 0.152 -0.482
O 0.072 -0.305 -0.697
O -0.105 0.277 -0.026
O 0.191 0.133 0.243
O 0.041 -0.042 -0.479
O -0.06 0.001 -0.061
O 0.278 -0.073 -0.188
O 0.061 -0.054 -0.009
O -0.028 -0.278 -0.001
O -0.17 0.131 0.073
O 0.187 -0.3 -0.134
O -0.116 0.268 -0.583
O -0.097 0.16 0.088
O -0.145 -0.096 -0.387
O 0.104 -0.172 -0.367
O 0.061 0.052 -0.079
O -0.132 0.038 0.013
O -0.157 -0.074 -0.282
O 0.323 0.11 -0.208
O -0.022 0.342 -0.225
O -0.117 0.046 -0.302
O 0.133 -0.092 -0.009
O -0.113 0.079 0.145
O -0.158 0.225 -0.01
O 0.099 0.045 -0.143
O -0.066 -0.194 -0.278
O -0.147 0.193 -0.253
O -0.151 -0.042 0.026
O -0.065 0.233 -0.153
O 0.101 0.042 -0.275
O 0.052 -0.28 -0.009
O 0.051 -0.036 -0.206
O 0.081 0.032 0.163
O -0.133 0.092 0.116
O 0.11 -0.257 -0.512
O -0.113 0.252 -0.525
O -0.234 -0.215 0.028
O -0.218 -0.058 0.003
O 0.233 -0.067 -0.518
O 0.346 -0.048 -0.061
O 0.064 0.007 -0.664
O -0.015 -0.091 -0.497
O 0.199 0.211 0.087
O -0.263 0.334 -0.165
O 0.068 -0.313 -0.395
O 0.169 -0.244 -0.239
O -0.287 -0.038 -0.453
O -0.093 -0.061 -0.099
O -0.19 0.167 0.272
O -0.059 0.178 -0.183
O 0.141 -0.107 0.004
O 0.041 -0.054 -0.173
O 0.177 0.249 0.241
O 0.074 -0.002 0.108
O 0.096 0.033 -0.378
O 0.431 -0.383 -0.111
O 0.112 0.242 0.169
O -0.117 -0.035 -0.16
O -0.059 0.297 -0.567
O -0.435 0.174 0.185
O -0.114 -0.196 -0.351
O 0.006 0.079 -0.044
O -0.104 -0.055 -0.323
O 0.08 -0.053 -0.201
O -0.07 0.051 -0.058
O 0.195 -0.163 0.19
O 0.128 -0.03 -0.187
O -0.094 0.36 -0.448
O -0.092 -0.181 0.31
O -0.121 0.13 -0.25
O 0.295 0.183 0.186
O 0.052 0.004 -0.622
O 0.123 -0.256 0.046
O 0.304 -0.103 -0.19
O 0.046 0.047 -0.061
O -0.146 0.196 0.016
O 0 0.053 -0.059
O -0.083 -0.113 -0.029
O -0.4 -0.364 -0.229
O -0.027 0.048 0.173
O 0.052 0.036 -0.06
O 0.357 0.14 0.129
O -0.023 0.024 -0.183
O -0.177 0.02 -0.371
O 0.085 -0.049 0.163
O 0.066 0.154 -0.203
O -0.064 0.054 -0.227
O -0.107 0.084 -0.187
O -0.143 0.125 -0.159
O 0.045 0.11 0.048
O 0.086 -0.129 -0.107
O -0.071 -0.222 -0.116
O -0.131 0.12 -0.204
O 0.236 -0.166 -0.148
O -0.005 -0.193 0.023
O -0.184 0.006 0.292
O 0.294 0.021 -0.26
O -0.15 0.214 0.105
O -0.2 -0.038 -0.222
O -0.241 -0.019 0.047
O 0.038 -0.119 -0.073
O 0.095 -0.144 -0.271
O 0.009 0.065 0.121
O 0.083 -0.175 -0.324
O -0.202 0.246 -0.207
O 0.026 -0.244 -0.113
O -0.047 -0.141 -0.123
O -0.213 0.02 -0.275
O -0.224 -0.028 -0.303
O -0.096 0.016 -0.195
O -0.036 0.225 -0.228
O 0.231 0.031 -0.454
O 0.377 0.12 -0.231
O 0.096 0.096 -0.051
O 0.25 -0.066 -0.207
O 0.053 0.216 -0.29
O 0.007 0.195 -0.066
O -0.245 0.194 -0.229
O -0.101 0.288 -0.062
O 0.129 -0.06 -0.128
O -0.048 0.033 -0.279
O -0.207 0.113 -0.421
O -0.122 0.018 -0.315
O 0.012 -0.299 -0.07
O -0.336 0.092 -0.426
O 0.084 -0.197 -0.576
O 0.08 -0.004 -0.149
O -0.115 0.075 0.193
O -0.134 0.006 -0.058
O 0.347 -0.299 0.167
O 0.125 0.047 -0.054
O -0.11 0.038 -0.107
O -0.2 0.048 0.368
O 0.019 -0.052 -0.094
O -0.147 0.154 -0.058
O -0.118 -0.075 0.06
O 0.135 0.195 -0.008
O -0.181 -0.455 -0.122
O 0.066 -0.116 -0.182
O -0.119 0.157 0.14
O -0.081 -0.083 -0.154
O 0.061 -0.019 0.083
O 0.064 -0.08 -0.199
O 0.04 0.215 -0.26
O 0.098 0.055 -0.111
O 0.185 -0.038 -0.274
O -0.059 0.162 -0.073
O 0.146 -0.261 0.151
O -0.253 0.156 -0.254
O 0.067 0.084 -0.518
O 0.168 0.177 -0.379
O 0.148 -0.052 -0.186
O 0.09 -0.189 -0.169
O 0.024 0.201 -0.006
O -0.167 -0.062 -0.231
O -0.058 0.368 -0.186
O 0.103 -0.034 -0.165
O -0.042 -0.228 -0.127
O 0.116 0.163 0.008
O 0.149 -0.064 -0.152
O -0.256 0.135 -0.451
O 0.086 -0.101 -0.057
O -0.22 0.178 -0.291
O 0.141 -0.128 0.087
O 0.106 0.127 0.172
O 0.025 0.003 -0.473
O 0.222 0.111 -0.159
O 0.054 -0.071 -0.052
O -0.141 -0.028 -0.423
O 0.135 -0.22 -0.01
O 0.018 0.235 0.171
O -0.063 -0.163 -0.133
O 0.1 -0.044 -0.48
O -0.439 0.111 -0.417
O 0.048 0.05 -0.095
O 0.142 0.122 -0.136
O 0.154 0.187 0.013
O 0.042 0.278 -0.278
O 0.274 0.094 -0.05
O 0.016 0.14 0.159
O -0.156 0.393 -0.214
O -0.178 0.127 -0.183
O 0.142 -0.27 0.204
O -0.086 -0.167 -0.135
O 0.188 -0.065 -0.158
O -0.143 -0.148 0.306
O 0.004 0.051 0.268
O -0.339 -0.346 -0.33
O 0.053 0.06 -0.224
O 0.083 -0.243 -0.238
O -0.219 -0.015 -0.212
O -0.342 0.028 -0.141
O -0.057 -0.173 -0.114
O -0.454 -0.221 -0.31
O -0.03 -0.097 0.159
O -0.143 -0.144 0.059
O -0.265 0.097 -0.13
O 0.129 -0.122 -0.007
O -0.168 0.001 -0.287
O 0.162 0.132 0.044
O 0.222 0.117 -0.308
O -0.21 -0.313 -0.346
O -0.037 -0.248 -0.033
O -0.105 0.227 -0.153
O 0.137 0.088 -0.036
O -0.173 -0.115 -0.129
O 0.045 0.19 -0.17
O -0.105 0.137 -0.134
O 0.212 -0.157 -0.007
O -0.111 -0.078 0.28
O 0.194 0.07 0.089
O -0.098 0.118 -0.159
O -0.026 0.073 0.213
O 0.035 0.129 -0.103
O -0.054 0.148 0.035
O 0.054 0.049 0.277
O -0.236 0.009 0.105
O -0.063 0.153 -0.168
O 0.212 -0.19 -0.017
O 0.107 -0.018 -0.001
O 0.047 -0.236 0.31
O 0.167 -0.174 0.354
O -0.125 -0.266 0.128
O -0.05 -0.147 -0.269
O 0.015 0.01 -0.242
O -0.121 -0.119 -0.108
O -0.063 0.314 0.08
O -0.088 0.04 0.275
O 0.273 -0.011 -0.215
O -0.145 0.044 0.094
O 0.143 -0.153 -0.186
O 0.155 0.105 -0.142
O 0.029 0.192 -0.042
O 0.322 0.321 0.209
O -0.056 0.273 0.375
O -0.003 -0.117 0.026
O -0.045 -0.02 0.688
O -0.138 0.052 0.079
O -0.229 0.099 0.391
O 0.05 -0.11 -0.136
O -0.128 0.132 0.126
O -0.308 -0.182 0.067
O -0.191 0.149 -0.547
O -0.015 -0.233 -0.235
O 0.09 -0.167 -0.322
O 0.159 0.166 -0.092
O -0.146 -0.429 0.451
O -0.033 0.137 0.337
O -0.209 -0.112 0.012
O -0.126 -0.125 -0.015
O 0.035 -0.034 0.27
O 0.017 -0.109 0.003
O -0.01 0.149 -0.146
O -0.274 -0.022 -0.036
O 0.039 -0.038 0.211
O -0.013 -0.071 -0.118
O 0.154 -0.107 -0.141
O 0.013 -0.233 -0.113
O 0.184 -0.134 -0.231
O 0.04 0.044 0.016
O 0.081 -0.098 -0.14
O -0.094 0.139 -0.246
O -0.215 -0.154 0.07
O 0.102 -0.033 0.299
O 0.097 0.254 0.074
O -0.028 0.137 0.05
O 0.053 -0.117 0.115
O -0.218 0.113 0.247
O -0.007 0.203 -0.052
O 0.097 -0.064 0.199
O 0.207 -0.052 0.385
O 0.086 -0.131 0.295
O 0.287 0.045 0.011
O 0.236 0.097 -0.115
O 0.331 -0.161 0.615
O -0.322 0.315 0.302
O -0.064 0.026 -0.169
O 0.041 -0.085 -0.232
O -0.21 -0.154 -0.156
O 0.198 0.225 -0.191
O 0.07 0.254 -0.251
O 0.047 -0.032 -0.262
O -0.226 -0.258 -0.039
O 0.01 -0.059 0.137
O -0.113 -0.285 0.057
O 0.088 -0.112 0.039
O 0.109 0.064 -0.164
O -0.189 0.179 -0.19
O -0.1 0.129 0.124
O 0.208 0.24 -0.053
O 0.044 0.152 -0.016
O -0.216 -0.133 0.342
O -0.078 0.292 -0.491
O -0.364 0.181 0.165
O -0.043 0.194 -0.056
O 0.359 0.234 0.034
O -0.203 0.11 0.013
O -0.229 -0.165 0.012
O 0.012 -0.09 -0.027
O 0.011 -0.245 -0.024
O -0.083 0.241 -0.247
O 0.02 -0.12 0.146
